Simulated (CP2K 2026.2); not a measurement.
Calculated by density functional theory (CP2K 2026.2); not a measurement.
Periodic cell of 3024 atoms, Si2160O864, from a study of silicon, its oxide and their interface. The atomic structure is a simulated model.
Doubt: the forces sum to 4.85 eV/angstrom along one axis rather than to zero, so they err by at least 0.0016 eV/angstrom per atom on average; the grid cutoff is modest.

Settings: functional PBE; method Gaussian and plane waves; basis set DZVP-MOLOPT-SR-GTH; pseudopotentials GTH-PBE; grid cutoff 300 Ry, relative cutoff 40 Ry; k points Gamma only; occupations fixed; spin none; net charge 0.

Cell vectors (angstrom)
a	97.92	0	0
b	0	16.32	0
c	-5.6751	-5.3951	33.3003

Atoms: element, x, y, z (angstrom)
Si	-15.118	-1.077	-0.069
Si	-11.729	1.077	-0.053
Si	-14.952	3.989	-0.402
Si	-12.195	6.921	-0.066
Si	-14.472	9.151	-0.236
Si	-11.68	-4.438	-0.071
Si	-9.564	-1.227	0.087
Si	-6.903	1.42	-0.039
Si	-9.012	3.724	-0.06
Si	-6.162	6.554	0.099
Si	-9.522	9.597	0.007
Si	-6.342	-4.593	-0.249
Si	-3.55	-1.906	0.088
Si	-0.781	0.901	0.121
Si	-4.083	4.288	0.148
Si	-1.05	6.633	0.195
Si	-3.966	-6.693	0.082
Si	-1.348	-3.959	0.564
Si	-13.456	0.019	1.169
Si	-10.644	2.663	1.28
Si	-13.518	5.321	1.023
Si	-10.713	8.077	1.307
Si	-13.446	10.835	1.076
Si	-10.703	-2.828	1.326
Si	-8.021	-0.054	1.379
Si	-5.325	2.642	1.277
Si	-7.896	5.371	1.215
Si	-5.112	8.094	1.479
Si	-7.944	10.791	1.246
Si	-5.319	-2.929	1.225
Si	-2.514	-0.156	1.345
Si	0.066	2.623	1.545
Si	-2.604	5.459	1.519
Si	0.018	8.304	1.464
Si	-2.684	-5.484	1.643
Si	0.081	-2.612	1.774
Si	-14.806	1.388	2.541
Si	-12.128	4.049	2.488
Si	-14.911	6.739	2.387
Si	-12.132	9.492	2.562
Si	-14.882	-4.095	2.393
Si	-12.158	-1.416	2.559
Si	-9.385	1.308	2.722
Si	-6.644	4.016	2.69
Si	-9.326	6.702	2.583
Si	-6.647	9.438	2.684
Si	-9.288	12.182	2.642
Si	-6.619	-1.466	2.605
Si	-3.93	1.288	2.62
Si	-1.306	4.021	2.839
Si	-3.881	6.788	2.93
Si	-1.311	-6.823	2.956
Si	-4.112	-4.134	2.858
Si	-1.329	-1.293	3.004
Si	0.07	0.052	4.305
Si	-13.475	2.733	3.911
Si	0.089	5.46	4.135
Si	-13.548	8.107	3.827
Si	0.062	-5.435	4.266
Si	-13.553	-2.76	3.859
Si	-10.819	-0.056	3.972
Si	-8.049	2.7	4.053
Si	-10.781	5.397	3.898
Si	-8.054	8.092	4.001
Si	-10.758	10.844	3.933
Si	-8.014	-2.747	4.024
Si	-5.314	-0.056	3.999
Si	-2.685	2.661	4.134
Si	-5.347	5.39	4.114
Si	-2.613	8.142	4.317
Si	-5.425	-5.513	4.171
Si	-2.718	-2.746	4.204
Si	1.261	-1.377	16.479
Si	-12.351	1.38	16.244
Si	1.302	4.046	16.356
Si	-12.32	6.812	16.26
Si	1.284	-6.784	16.397
Si	-12.308	-4.049	16.229
Si	-9.662	-1.369	16.269
Si	-6.943	1.327	16.248
Si	-9.659	4.064	16.227
Si	-6.94	6.828	16.208
Si	-9.611	9.551	16.225
Si	-6.951	-4.079	16.306
Si	-4.208	-1.35	16.301
Si	-1.442	1.318	16.334
Si	-4.187	4.07	16.217
Si	-1.43	6.84	16.299
Si	-4.179	9.576	16.243
Si	-1.468	-4.045	16.333
Si	-13.677	0.031	17.652
Si	-11.058	2.771	17.629
Si	-13.692	5.447	17.625
Si	-10.924	8.177	17.584
Si	-13.641	-5.411	17.587
Si	-11.029	-2.691	17.675
Si	-8.342	0.005	17.623
Si	-5.522	2.663	17.537
Si	-8.277	5.419	17.533
Si	-5.617	8.259	17.514
Si	-8.337	10.888	17.683
Si	-5.615	-2.677	17.636
Si	-2.849	-0.011	17.678
Si	-0.058	2.661	17.67
Si	-2.861	5.475	17.534
Si	-0.089	-8.141	17.711
Si	-2.859	-5.388	17.64
Si	-0.147	-2.763	17.796
Si	1.261	1.364	19.172
Si	-12.36	4.139	19.082
Si	1.306	6.733	18.968
Si	-12.266	9.52	18.967
Si	1.137	-4.164	19.225
Si	-12.398	-1.381	19.115
Si	-9.77	1.34	18.946
Si	-6.879	4.036	18.804
Si	-9.588	6.763	18.931
Si	-6.948	9.51	18.999
Si	-9.712	-4.061	19.065
Si	-6.983	-1.319	19.005
Si	-4.209	1.375	18.998
Si	-1.503	4.067	18.814
Si	-4.267	6.889	18.78
Si	-1.48	-6.715	18.994
Si	-4.283	-4.056	18.977
Si	-1.555	-1.38	19.079
Si	-0.183	-0.035	20.41
Si	2.523	2.747	20.671
Si	-0.146	5.376	20.149
Si	2.507	8.024	20.488
Si	-0.237	-5.519	20.641
Si	2.462	-2.733	20.51
Si	-11.06	0.025	20.477
Si	-8.329	2.742	20.099
Si	-10.989	5.549	20.4
Si	-8.154	7.989	20.322
Si	-11.045	10.887	20.457
Si	-8.343	-2.695	20.395
Si	-5.593	0.056	20.353
Si	-2.804	2.78	20.244
Si	-5.505	5.435	20.071
Si	-2.953	-8.085	20.143
Si	-5.69	-5.363	20.351
Si	-2.96	-2.734	20.399
Si	1.075	-1.396	21.85
Si	4.059	1.599	22.085
Si	0.783	3.945	21.744
Si	-11.911	7.143	21.955
Si	0.746	-7.416	21.756
Si	3.911	-3.973	21.841
Si	-9.41	-1.093	21.738
Si	-7.245	1.259	21.487
Si	-9.408	4.258	21.478
Si	-7.003	6.285	21.638
Si	-9.665	9.265	21.51
Si	-6.787	-3.781	21.761
Si	-4.555	-1.57	21.682
Si	-1.31	1.628	21.582
Si	-3.795	4.538	21.381
Si	-1.55	6.803	21.27
Si	-4.115	-6.588	21.508
Si	-1.955	-4.33	21.811
Si	7.548	-3.903	-6.851
Si	-12.132	1.694	24.988
Si	8.128	-1.999	-2.072
Si	-4.137	-7.489	24.292
Si	-5.203	5.002	-6.265
Si	-8.169	0.464	-4.553
Si	-9.03	-0.859	24.665
Si	-7.737	1.911	24.358
Si	-9.962	-4.547	25.962
Si	-6.545	-7.317	25.9
Si	-8.175	-5.61	23.829
Si	0.627	-0.772	-4.889
Si	-3.025	-5.351	26.22
Si	-2.8	-0.058	23.799
Si	0.807	2.305	25.846
Si	0.225	5.052	24.512
Si	-0.913	-2.519	24.043
Si	1.232	2.612	-6.753
Si	1.927	5.621	-6.843
Si	4.138	6.064	24.782
Si	7.31	4.578	-2.294
Si	-7.428	-2.62	26.255
Si	-2.534	6.493	24.73
Si	-12.704	-3.694	24.755
Si	-0.669	7.032	-6.378
Si	0.446	-6.362	-2.718
Si	4.286	6.903	-5.297
Si	0.179	-3.509	-4.091
Si	-5.403	-0.805	-4.897
Si	-2.781	2.216	-1.75
Si	2.077	-5.701	23.879
Si	-2.968	6.236	-4.424
Si	-5.219	5.133	23.755
Si	3.075	-6.825	-3.95
Si	2.219	-4.846	-5.858
Si	-10.001	3.744	24.374
Si	0.758	2.042	-3.845
Si	9.114	2.873	-4.193
Si	-2.192	-8.048	-2.216
Si	2.707	3.006	-1.919
Si	-0.072	-4.688	25.706
Si	4.847	-5.365	-2.041
Si	7.382	0.029	24.017
Si	4.425	5.307	-2.658
Si	-11.827	6.02	24.95
Si	-5.238	-3.915	-5.513
Si	-9.511	-3.957	-4.395
Si	-7.572	-8.02	-2.108
Si	-1.789	3.558	-4.015
Si	-8.853	6.656	-6.816
Si	-4.908	-0.013	-1.884
Si	-2.16	-4.061	-5.827
Si	-7.039	-5.241	-3.208
Si	-0.233	-6.398	-6.764
Si	1.418	-1.25	0.445
Si	4.323	1.432	0.299
Si	1.123	4.336	0.385
Si	4.443	6.373	0.151
Si	0.817	-6.158	0.203
Si	3.53	-3.493	-0.065
Si	6.446	-0.865	0.024
Si	10.112	1.051	0.185
Si	6.889	4.315	0.528
Si	9.871	6.627	0.503
Si	6.72	9.477	-0.052
Si	9.6	-3.781	0.076
Si	12.086	-1.396	0.532
Si	15.152	0.897	0.472
Si	11.95	4.248	0.285
Si	14.778	7.043	0.365
Si	12.458	-7.107	0.398
Si	15.253	-4.388	0.365
Si	2.824	0.168	1.623
Si	5.585	2.782	1.692
Si	2.8	5.455	1.559
Si	5.435	8.158	1.4
Si	2.637	-5.209	1.36
Si	5.36	-2.592	1.245
Si	8.219	0.078	1.33
Si	10.987	2.64	1.687
Si	8.319	5.514	1.831
Si	10.972	8.155	1.802
Si	8.255	-5.452	1.203
Si	10.772	-2.744	1.822
Si	13.648	-0.204	1.825
Si	16.377	2.611	1.55
Si	13.651	5.347	1.528
Si	16.353	8.109	1.727
Si	13.561	-5.419	1.611
Si	16.331	-2.772	1.684
Si	1.444	1.434	2.992
Si	4.142	4.127	2.967
Si	1.447	6.928	2.808
Si	4.049	9.617	2.669
Si	1.441	-4.034	2.987
Si	4.179	-1.306	2.858
Si	6.965	1.366	2.912
Si	9.624	4.014	3.063
Si	6.806	6.908	2.942
Si	9.505	-6.707	2.865
Si	6.802	-4.041	2.581
Si	9.403	-1.266	2.939
Si	12.335	1.312	3.056
Si	15.014	4.009	2.911
Si	12.348	6.71	3.029
Si	14.937	-6.803	3.014
Si	12.238	-4.1	3.03
Si	14.999	-1.508	3.146
Si	16.368	-0.041	4.376
Si	2.805	2.77	4.327
Si	16.302	5.383	4.35
Si	2.786	8.262	4.175
Si	16.305	-5.454	4.381
Si	2.826	-2.654	4.262
Si	5.555	0.004	4.243
Si	8.22	2.703	4.371
Si	5.487	5.508	4.295
Si	8.177	-8.065	4.273
Si	5.474	-5.386	4.057
Si	8.076	-2.73	4.183
Si	10.855	0.003	4.334
Si	13.674	2.707	4.366
Si	10.963	5.404	4.389
Si	13.63	8.131	4.387
Si	10.859	-5.452	4.331
Si	13.582	-2.796	4.452
Si	17.684	-1.337	16.59
Si	4.008	1.375	16.504
Si	17.741	4.143	16.696
Si	4.038	6.797	16.46
Si	17.732	-6.817	16.641
Si	3.972	-4.066	16.543
Si	6.691	-1.365	16.563
Si	9.431	1.381	16.617
Si	6.717	4.058	16.595
Si	9.472	6.834	16.591
Si	6.723	-6.801	16.576
Si	9.446	-4.054	16.604
Si	12.169	-1.331	16.624
Si	14.931	1.412	16.634
Si	12.205	4.125	16.658
Si	14.962	6.84	16.719
Si	12.222	9.539	16.665
Si	14.963	-4.063	16.609
Si	2.622	0.012	17.822
Si	5.313	2.698	17.968
Si	2.676	5.368	17.717
Si	5.319	8.156	17.904
Si	2.57	-5.45	17.85
Si	5.312	-2.713	17.941
Si	8.003	0.02	17.936
Si	10.802	2.753	17.976
Si	8.087	5.464	17.905
Si	10.818	8.175	18.001
Si	8.081	-5.434	17.943
Si	10.759	-2.66	17.985
Si	13.541	0.042	17.966
Si	16.323	2.776	17.979
Si	13.534	5.508	18.067
Si	16.414	-8.154	18.073
Si	13.626	-5.408	17.997
Si	16.306	-2.676	17.959
Si	17.708	1.357	19.254
Si	3.911	4.094	19.275
Si	17.809	6.863	19.543
Si	3.887	-6.822	19.242
Si	17.74	-4.04	19.236
Si	3.901	-1.335	19.264
Si	6.627	1.296	19.369
Si	9.424	4.137	19.305
Si	6.698	6.789	19.252
Si	9.46	-6.757	19.332
Si	6.654	-4.133	19.282
Si	9.302	-1.316	19.343
Si	12.145	1.372	19.332
Si	14.983	4.169	19.36
Si	12.107	6.847	19.466
Si	15.042	-6.755	19.371
Si	12.21	-3.996	19.266
Si	14.909	-1.304	19.32
Si	16.353	-0.017	20.646
Si	19.084	2.68	20.649
Si	16.367	5.494	20.845
Si	19.238	8.216	20.956
Si	16.393	-5.295	20.695
Si	19.303	-2.76	20.423
Si	5.206	-0.063	20.793
Si	7.982	2.818	20.584
Si	5.291	5.475	20.627
Si	8.019	8.194	20.607
Si	5.25	-5.48	20.639
Si	7.939	-2.762	20.694
Si	10.638	0.121	20.679
Si	13.565	2.745	20.609
Si	10.667	5.423	20.85
Si	13.613	-8.084	20.71
Si	10.903	-5.386	20.624
Si	13.451	-2.559	20.685
Si	18.065	-1.299	21.676
Si	20.155	0.985	21.878
Si	17.481	3.752	22
Si	4.134	7.058	21.927
Si	18.023	-6.344	22.057
Si	20.386	-4.24	21.943
Si	6.217	-1.826	22.052
Si	9.247	1.53	22.019
Si	6.345	3.827	21.931
Si	9.195	6.869	22.128
Si	6.426	-7.051	21.962
Si	9.66	-3.86	21.863
Si	11.716	-1.464	21.984
Si	15.16	1.616	21.892
Si	12.442	4.286	21.979
Si	14.657	6.619	22.085
Si	12.588	-6.381	21.962
Si	14.733	-4.081	21.905
Si	22.47	-3.477	-6.237
Si	7.112	5.628	24.242
Si	23.049	-1.278	-3.127
Si	13.921	7.124	24.963
Si	5.65	1.021	26.194
Si	11.263	2.572	-2.139
Si	10.93	3.096	24.308
Si	12.355	-1.035	24.916
Si	3.953	-1.538	26.16
Si	10.224	-6.128	25.971
Si	7.961	-5.326	24.064
Si	17.427	-0.765	-4.749
Si	17.872	-2.593	-2.467
Si	15.007	0.288	24.516
Si	22.092	7.747	-6.79
Si	11.342	-8.134	24.079
Si	16.393	-2.354	23.834
Si	11.413	-3.504	26.145
Si	17.981	2.154	-4.324
Si	19.847	6.873	25.041
Si	23.174	5.41	-4.96
Si	6.177	-3.562	25.604
Si	17.739	-7.238	24.909
Si	7.799	-0.907	-6.636
Si	14.039	6.574	-6.934
Si	19.274	-7.807	-1.822
Si	20.745	-5.859	-6.251
Si	8.869	4.138	26.074
Si	12.033	-3.498	-1.726
Si	13.854	0.959	-2.313
Si	22.733	0	-6.052
Si	14.117	2.425	-5.961
Si	14.905	-6.844	-4.034
Si	20.985	-5.876	-3.478
Si	15.309	3.269	-3.566
Si	13.412	-1.874	-3.626
Si	16.874	6.477	-6.615
Si	26.814	1.813	-3.626
Si	15.987	5.511	-1.841
Si	19.842	2.583	-1.907
Si	20.214	-1.62	-6.198
Si	20.745	-3.12	-2.377
Si	23.313	2.919	-6.713
Si	22.652	3.827	-2.413
Si	9.349	-7.436	-6.877
Si	9.47	-6.671	-3.884
Si	7.331	-4.515	-3.769
Si	8.305	7.569	-1.992
Si	9.46	-0.148	-4.124
Si	2.372	0.273	24.13
Si	12.29	0.053	-5.384
Si	15.39	-4.053	-2.628
Si	12.299	-6.361	-2.55
Si	17.311	7.361	-3.85
Si	17.446	-1.209	0.333
Si	20.823	0.793	0.247
Si	17.821	3.957	0.225
Si	20.557	6.702	0.413
Si	17.494	-6.619	0.476
Si	20.745	-4.238	0.514
Si	23.062	-1.371	0.777
Si	25.834	1.15	0.414
Si	22.854	4.486	0.388
Si	25.986	6.429	0.345
Si	22.782	9.76	0.571
Si	25.26	-3.514	0.105
Si	28.158	-0.93	0.022
Si	31.27	1.197	0.026
Si	28.305	4.346	0.122
Si	31.032	7.271	0.317
Si	28.763	-6.926	0.374
Si	31.349	-4.461	0.378
Si	19.091	-0.099	1.594
Si	21.776	2.652	1.479
Si	19.035	5.393	1.64
Si	21.653	8.197	1.84
Si	19.059	-5.393	1.701
Si	21.75	-2.79	2.009
Si	24.485	0.022	1.914
Si	27.14	2.771	1.502
Si	24.45	5.434	1.777
Si	27.139	8.14	1.521
Si	24.456	-5.299	1.553
Si	27.079	-2.612	1.354
Si	29.767	0.069	1.434
Si	32.616	2.745	1.23
Si	29.888	5.514	1.425
Si	32.544	8.28	1.742
Si	29.848	-5.472	1.799
Si	32.485	-2.709	1.421
Si	17.739	1.299	2.963
Si	20.413	3.991	2.934
Si	17.688	6.729	3.037
Si	20.304	9.542	3.144
Si	17.7	-4.067	3.07
Si	20.306	-1.387	3.137
Si	23.063	1.441	3.057
Si	25.806	4.021	3.01
Si	23.105	6.843	3.082
Si	25.806	9.566	2.854
Si	23.18	-4.151	3.176
Si	25.892	-1.405	3.042
Si	28.505	1.421	2.87
Si	31.283	4.095	2.699
Si	28.519	6.802	2.893
Si	31.199	-6.786	3.143
Si	28.403	-3.984	2.836
Si	31.122	-1.346	2.774
Si	32.558	0.016	4.086
Si	19.043	2.69	4.351
Si	32.6	5.418	4.154
Si	18.978	8.123	4.433
Si	32.649	-5.355	4.244
Si	18.989	-2.731	4.492
Si	21.711	0.029	4.386
Si	24.448	2.73	4.411
Si	21.736	5.396	4.337
Si	24.482	8.238	4.333
Si	21.743	-5.475	4.467
Si	24.517	-2.723	4.433
Si	27.221	0.037	4.306
Si	29.931	2.769	4.156
Si	27.185	5.44	4.28
Si	29.837	8.106	4.348
Si	27.142	-5.405	4.247
Si	29.82	-2.676	4.203
Si	34.091	-1.399	16.39
Si	20.442	1.425	16.591
Si	34.091	4.094	16.312
Si	20.444	6.807	16.655
Si	34.102	-6.845	16.342
Si	20.433	-4.101	16.561
Si	23.182	-1.326	16.449
Si	25.907	1.423	16.459
Si	23.197	4.101	16.576
Si	25.898	6.818	16.47
Si	23.169	-6.815	16.548
Si	25.924	-4.067	16.412
Si	28.647	-1.318	16.351
Si	31.361	1.352	16.314
Si	28.645	4.102	16.381
Si	31.376	6.818	16.386
Si	28.637	9.542	16.385
Si	31.375	-4.057	16.326
Si	19.097	0.014	17.901
Si	21.806	2.797	17.97
Si	19.135	5.484	18.128
Si	21.846	8.151	17.985
Si	19.125	-5.475	17.983
Si	21.884	-2.737	17.797
Si	24.487	0.1	17.776
Si	27.317	2.779	17.782
Si	24.624	5.439	17.899
Si	27.281	8.207	17.753
Si	24.569	-5.401	17.794
Si	27.346	-2.712	17.695
Si	29.986	0.059	17.695
Si	32.751	2.707	17.602
Si	30.025	5.436	17.714
Si	32.757	-8.159	17.74
Si	30.007	-5.377	17.672
Si	32.714	-2.753	17.737
Si	34.104	1.382	18.96
Si	20.568	4.144	19.501
Si	34.108	6.758	19.093
Si	20.536	-6.802	19.412
Si	34.074	-4.191	19.052
Si	20.592	-1.35	19.124
Si	23.18	1.433	19.274
Si	26.052	4.109	19.246
Si	23.278	6.771	19.283
Si	26.001	-6.676	19.118
Si	23.214	-4.088	19.189
Si	25.921	-1.326	18.901
Si	28.701	1.448	19.109
Si	31.416	4.01	18.985
Si	28.659	6.818	19.035
Si	31.4	-6.683	18.991
Si	28.759	-3.993	19.102
Si	31.331	-1.313	19.004
Si	32.738	0.043	20.243
Si	35.337	2.577	20.549
Si	32.772	5.314	20.357
Si	35.253	8.204	20.553
Si	32.663	-5.406	20.517
Si	35.506	-2.819	20.263
Si	21.853	-0.027	20.602
Si	24.653	2.771	20.579
Si	22.089	5.49	20.91
Si	24.699	8.224	20.441
Si	22.002	-5.432	20.715
Si	24.637	-2.644	20.315
Si	27.248	0.018	20.223
Si	30.151	2.726	20.484
Si	27.476	5.476	20.575
Si	30.08	-8.099	20.239
Si	27.401	-5.312	20.462
Si	30.089	-2.594	20.501
Si	34.121	-1.376	21.413
Si	36.312	0.796	21.813
Si	33.723	3.747	21.857
Si	21.058	7.168	22.248
Si	33.421	-7.189	21.905
Si	36.703	-4.229	21.681
Si	23.531	-1.208	21.764
Si	25.728	1.016	21.656
Si	23.686	4.165	22.223
Si	26.391	7.237	21.681
Si	23.345	-6.972	21.968
Si	26.204	-3.673	21.664
Si	28.351	-1.436	21.6
Si	31.658	1.422	21.79
Si	29.276	4.487	21.789
Si	31.38	6.774	21.483
Si	28.683	-6.891	21.634
Si	31.84	-3.546	21.798
Si	28.205	3.776	24.558
Si	20.66	1.752	24.866
Si	42.4	-6.344	-3.991
Si	28.46	-5.658	24.283
Si	20.348	-0.97	25.965
Si	24.291	1.299	-2.178
Si	26.202	1.551	24.569
Si	32.168	5.264	-6.432
Si	24.995	-3.823	-2.901
Si	25.813	5.769	24.137
Si	25.375	-5.491	23.928
Si	35.79	2.51	-2.03
Si	36.989	-0.922	-4.131
Si	35.198	5.711	-6.517
Si	38.725	-7.621	-5.8
Si	36.725	-6.515	-4.019
Si	41.089	0.154	-6.614
Si	35.599	0.222	-6.516
Si	35.927	-7.666	-6.52
Si	35.548	5.161	23.841
Si	40.02	6.198	-4.747
Si	29.373	0.903	-7.028
Si	40.731	-5.348	-6.354
Si	22.086	-2.704	24.127
Si	27.873	7.07	-3.725
Si	35.102	8.068	-1.91
Si	30.311	-4.28	-2.441
Si	34.067	-1.055	-2.931
Si	25.606	-2.961	-5.6
Si	29.497	2.61	-2.238
Si	34.568	-5.2	23.882
Si	31.001	2.747	-4.978
Si	30.841	-4.347	-6.175
Si	32.753	6.184	-2.058
Si	31.722	-2.436	-4.077
Si	23.302	2.848	24.786
Si	33.856	1.554	-4.15
Si	38.212	1.955	-3.553
Si	27.216	-6.923	-1.989
Si	30.05	-0.382	23.849
Si	30.32	-3.492	24.387
Si	37.678	-3.708	-2.892
Si	41.207	-2.445	-5.213
Si	37.841	4.065	-5.759
Si	18.643	4.057	24.943
Si	27.409	-0.489	-5.299
Si	23.869	-6.617	-3.777
Si	24.606	-7.988	-1.407
Si	31.011	6.907	-4.273
Si	26.244	4.728	-4.514
Si	29.121	-1.751	-2.954
Si	28.666	-6.058	-6.27
Si	26.425	-6.907	-4.838
Si	30.703	-6.54	-4.295
Si	33.492	-1.104	0.032
Si	36.783	0.837	0.058
Si	34.039	4.167	-0.083
Si	36.902	6.551	0.146
Si	33.626	-6.536	0.334
Si	37.003	-4.298	-0.054
Si	39.185	-1.177	0.026
Si	42.167	1.215	0.069
Si	39.158	4.366	-0.024
Si	42.291	6.652	0.001
Si	39.047	9.578	0.004
Si	42.332	-4.392	-0.066
Si	44.435	-0.963	-0.088
Si	47.583	1.343	0.072
Si	44.368	4.274	0.003
Si	47.688	6.524	0.093
Si	44.678	-6.515	-0.084
Si	47.725	-3.885	0.109
Si	35.207	-0.172	1.422
Si	37.951	2.656	1.168
Si	35.25	5.487	1.426
Si	37.974	8.142	1.476
Si	35.31	-5.3	1.342
Si	38.077	-2.772	1.36
Si	40.675	0.004	1.38
Si	43.3	2.765	1.416
Si	40.693	5.512	1.351
Si	43.532	8.19	1.267
Si	40.732	-5.552	1.223
Si	43.438	-2.71	1.193
Si	46.025	0.095	1.305
Si	48.751	2.793	1.482
Si	46.049	5.374	1.291
Si	48.851	8.051	1.421
Si	46.258	-5.374	1.248
Si	48.903	-2.55	1.526
Si	33.925	1.363	2.692
Si	36.637	4.011	2.659
Si	33.963	6.824	2.864
Si	36.596	9.563	2.735
Si	33.954	-3.996	2.774
Si	36.634	-1.48	2.752
Si	39.313	1.402	2.676
Si	41.978	4.125	2.756
Si	39.392	6.829	2.783
Si	42.099	9.474	2.642
Si	39.451	-4.146	2.671
Si	42.07	-1.411	2.65
Si	44.726	1.421	2.729
Si	47.369	4.105	2.78
Si	44.812	6.818	2.673
Si	47.509	-6.796	2.659
Si	44.848	-4.017	2.605
Si	47.397	-1.248	2.735
Si	48.817	0.055	4.09
Si	35.306	2.687	4.083
Si	48.827	5.433	4.084
Si	35.323	8.199	4.171
Si	48.857	-5.431	4.025
Si	35.312	-2.74	4.192
Si	37.998	-0.019	4.035
Si	40.67	2.718	4.094
Si	38.01	5.397	4.051
Si	40.777	8.169	4.101
Si	38.043	-5.45	4.062
Si	40.758	-2.758	4.054
Si	43.404	-0.02	4.036
Si	46.086	2.719	4.137
Si	43.427	5.468	4.05
Si	46.165	8.168	4.042
Si	43.464	-5.421	3.962
Si	46.123	-2.688	4.069
Si	50.36	-1.392	16.245
Si	36.778	1.322	16.325
Si	50.366	4.038	16.265
Si	36.782	6.732	16.365
Si	50.353	-6.849	16.289
Si	36.809	-4.125	16.371
Si	39.532	-1.45	16.36
Si	42.194	1.308	16.376
Si	39.47	4.013	16.412
Si	42.179	6.764	16.395
Si	39.462	-6.85	16.425
Si	42.197	-4.146	16.409
Si	44.949	-1.399	16.352
Si	47.625	1.322	16.312
Si	44.927	4.032	16.354
Si	47.62	6.754	16.349
Si	44.897	9.45	16.404
Si	47.617	-4.131	16.338
Si	35.491	-0.045	17.712
Si	38.067	2.648	17.754
Si	35.439	5.381	17.741
Si	38.078	8.086	17.765
Si	35.451	-5.499	17.7
Si	38.222	-2.836	17.739
Si	40.83	-0.061	17.733
Si	43.605	2.638	17.714
Si	40.834	5.388	17.752
Si	43.525	8.099	17.801
Si	40.84	-5.516	17.804
Si	43.6	-2.761	17.708
Si	46.319	-0.048	17.733
Si	49.006	2.682	17.637
Si	46.266	5.396	17.738
Si	49.022	-8.228	17.691
Si	46.303	-5.53	17.738
Si	48.99	-2.724	17.636
Si	50.376	1.281	18.938
Si	36.697	3.965	19.167
Si	50.381	6.707	19.042
Si	36.713	-6.868	19.139
Si	50.353	-4.082	18.947
Si	36.894	-1.44	19.032
Si	39.351	1.205	19.085
Si	42.223	3.978	19.04
Si	39.411	6.7	19.118
Si	42.146	-6.894	19.208
Si	39.507	-4.191	19.222
Si	42.283	-1.357	19.061
Si	44.981	1.306	19.118
Si	47.692	4.051	19.055
Si	44.861	6.695	19.148
Si	47.678	-6.911	19.104
Si	44.937	-4.152	19.068
Si	47.708	-1.386	19.108
Si	49.11	-0.036	20.475
Si	51.747	2.675	20.215
Si	49.051	5.363	20.503
Si	51.848	8.082	20.238
Si	49.064	-5.467	20.39
Si	51.818	-2.691	20.157
Si	38.115	-0.188	20.613
Si	40.761	2.615	20.249
Si	38.012	5.356	20.499
Si	40.763	8.004	20.552
Si	38.15	-5.658	20.569
Si	40.96	-2.734	20.413
Si	43.618	-0.005	20.52
Si	46.377	2.672	20.44
Si	43.525	5.262	20.53
Si	46.288	-8.304	20.486
Si	43.543	-5.476	20.478
Si	46.326	-2.776	20.418
Si	50.87	-1.144	21.632
Si	52.978	1.182	21.488
Si	50.285	3.73	21.708
Si	36.822	6.987	21.749
Si	50.784	-6.601	21.508
Si	53.005	-4.288	21.326
Si	39.947	-1.191	21.832
Si	41.937	1.216	21.665
Si	39.569	4.026	21.659
Si	41.779	6.261	21.76
Si	39.208	-7.291	22.03
Si	42.521	-3.79	21.795
Si	44.809	-1.623	21.784
Si	47.982	1.597	21.79
Si	45.149	4.117	21.827
Si	47.367	6.393	21.833
Si	45.147	-6.656	21.696
Si	47.43	-4.387	21.732
Si	-47.583	6.617	25.923
Si	37.642	2.809	23.736
Si	-42.663	-0.052	-4.885
Si	44.792	-6.205	24.601
Si	34.016	-2.844	25.693
Si	40.825	2.917	-2.265
Si	-47.219	2.526	-5.059
Si	-47.842	-2.149	-5.987
Si	44.286	-2.001	-5.673
Si	40.371	-7.09	25.042
Si	42.231	-4.624	24.672
Si	-46.343	-3.721	-2.666
Si	-45.852	-0.147	-4.809
Si	-46.12	5.188	-6.313
Si	-41.769	6.031	-6.858
Si	-45.321	-6.435	-6.789
Si	47.641	-4.809	24.709
Si	47.955	-0.946	-4.043
Si	-43.217	2.183	-6.594
Si	-45.958	5.415	23.777
Si	-43.187	-7.296	-3.223
Si	43.722	1.694	-6.713
Si	44.897	6.342	26.065
Si	38.447	-2.7	23.812
Si	43.58	0.375	25.923
Si	44.77	-4.463	-3.953
Si	46.847	-0.364	23.858
Si	-47.422	-1.026	-2.593
Si	45.87	2.643	-2.267
Si	45.828	4.42	-4.723
Si	-47.461	-5.982	24.361
Si	45.411	0.574	-4.458
Si	43.493	2.555	24
Si	-44.262	-4.869	-4.271
Si	47.288	-6.251	-4.216
Si	38.078	1.292	26.241
Si	48.068	3.134	-6.609
Si	-42.415	4.02	-4.533
Si	-44.134	7.329	-5.543
Si	-46.373	3.001	-2.1
Si	47.646	6.555	24.833
Si	-48.615	-5.466	-2.097
Si	-48.247	-1.353	24.354
Si	-44.046	5.029	-2.122
Si	42.635	4.783	-4.048
Si	46.219	8.081	-2.255
Si	40.484	-2.988	-2.212
Si	40.575	8.136	-2.28
Si	46.404	6.693	-6.449
Si	43.869	7.291	-3.895
Si	36.644	-1.285	25.594
Si	41.987	6.57	24.807
Si	46.017	-2.472	-2.072
Si	41.731	4.015	26.195
Si	49.883	-0.804	0.318
Si	53.046	1.217	0.049
Si	49.857	4.321	0.142
Si	52.692	6.996	-0.127
Si	50.337	-7.255	-0.045
Si	53.029	-4.292	0.004
Si	55.28	-0.996	-0.01
Si	57.769	1.585	-0.13
Si	55.705	3.87	0.222
Si	58.532	6.675	-0.065
Si	55.169	9.678	-0.256
Si	58.943	-4.71	-0.398
Si	-36.313	-1.97	-0.329
Si	-33.841	1.171	-0.086
Si	-37.231	4.388	-0.135
Si	-34.665	7.255	-0.352
Si	-36.754	-6.857	0.206
Si	-34.082	-4.034	0.224
Si	51.551	0.185	1.532
Si	54.239	2.641	1.49
Si	51.566	5.44	1.274
Si	54.189	8.168	1.247
Si	51.447	-5.518	1.216
Si	54.242	-2.707	1.217
Si	56.874	0.025	1.364
Si	-38.31	2.642	1.008
Si	56.956	5.523	1.254
Si	-38.209	8.098	1.37
Si	57.049	-5.571	0.864
Si	-38.092	-2.905	0.949
Si	-35.442	-0.137	1.021
Si	-32.592	2.814	1.011
Si	-35.548	5.533	1.059
Si	-32.867	8.28	0.902
Si	-35.424	-5.451	1.461
Si	-32.703	-2.607	1.389
Si	50.175	1.506	2.838
Si	52.878	4.095	2.69
Si	50.248	6.747	2.749
Si	52.853	9.521	2.629
Si	50.239	-4.086	2.676
Si	52.904	-1.376	2.673
Si	55.604	1.312	2.824
Si	-39.567	4.046	2.51
Si	55.59	6.844	2.601
Si	-39.655	9.509	2.515
Si	55.75	-4.118	2.384
Si	-39.487	-1.451	2.359
Si	-36.848	1.291	2.315
Si	-34.065	4.141	2.314
Si	-36.803	6.744	2.63
Si	-34.005	-6.86	2.595
Si	-36.873	-4.068	2.61
Si	-34.138	-1.291	2.617
Si	-32.634	0.089	3.776
Si	51.562	2.809	4.143
Si	-32.679	5.496	3.671
Si	51.575	8.161	4.059
Si	-32.581	-5.429	3.793
Si	51.596	-2.749	4.038
Si	54.254	-0.074	4.086
Si	-40.886	2.743	3.978
Si	54.279	5.461	3.983
Si	-40.945	8.171	3.939
Si	54.341	-5.426	3.851
Si	-40.846	-2.77	3.805
Si	-38.157	-0.047	3.757
Si	-35.433	2.708	3.66
Si	-38.183	5.362	3.905
Si	-35.408	8.127	3.915
Si	-38.247	-5.465	3.883
Si	-35.466	-2.705	3.919
Si	-31.274	-1.383	15.988
Si	53.103	1.351	16.193
Si	-31.258	4.091	15.998
Si	53.065	6.76	16.193
Si	-31.319	-6.833	15.973
Si	53.072	-4.109	16.176
Si	55.809	-1.372	16.083
Si	-39.38	1.37	16.028
Si	55.807	4.052	16.114
Si	-39.374	6.77	16.084
Si	55.835	-6.837	16.132
Si	-39.356	-4.138	16.04
Si	-36.671	-1.376	15.982
Si	-33.964	1.358	15.977
Si	-36.663	4.095	16.05
Si	-33.984	6.767	16.007
Si	-36.667	9.507	16.045
Si	-33.972	-4.119	15.994
Si	51.764	-0.027	17.552
Si	54.488	2.717	17.538
Si	51.738	5.404	17.61
Si	54.479	8.111	17.486
Si	51.735	-5.452	17.587
Si	54.493	-2.754	17.459
Si	57.162	0.042	17.375
Si	-37.992	2.699	17.384
Si	57.216	5.375	17.437
Si	-38.021	8.16	17.419
Si	57.239	-5.478	17.453
Si	-37.98	-2.764	17.343
Si	-35.293	-0.033	17.321
Si	-32.658	2.767	17.325
Si	-35.346	5.484	17.438
Si	-32.626	-8.229	17.368
Si	-35.277	-5.486	17.404
Si	-32.643	-2.746	17.349
Si	-31.274	1.383	18.582
Si	53.143	4.064	18.935
Si	-31.31	6.763	18.802
Si	53.162	-6.83	18.857
Si	-31.307	-4.13	18.688
Si	53.215	-1.362	18.839
Si	55.915	1.387	18.867
Si	58.6	4.025	18.788
Si	55.871	6.722	18.793
Si	58.597	-6.827	18.837
Si	55.883	-4.112	18.78
Si	58.517	-1.388	18.593
Si	-36.613	1.315	18.682
Si	-33.979	4.118	18.762
Si	-36.702	6.859	18.842
Si	-33.98	-6.942	18.766
Si	-36.566	-4.05	18.741
Si	-33.976	-1.371	18.723
Si	-32.599	0.051	19.946
Si	-30.026	2.732	20.016
Si	-32.684	5.487	20.229
Si	-29.895	8.09	20.1
Si	-32.528	-5.646	20.024
Si	-30.028	-2.735	20.073
Si	54.565	0.022	20.212
Si	57.391	2.644	20.257
Si	54.61	5.357	20.257
Si	57.213	8.093	20.149
Si	54.612	-5.483	20.17
Si	57.188	-2.656	20.042
Si	59.974	-0.152	19.891
Si	-35.322	2.687	20.066
Si	59.859	5.455	20.146
Si	-35.373	-8.127	20.302
Si	59.99	-5.391	20.089
Si	-35.168	-2.754	20.203
Si	-31.199	-1.12	21.372
Si	-29.067	1.154	21.416
Si	-31.489	3.884	21.441
Si	53.506	7.009	21.501
Si	-30.961	-6.69	21.495
Si	-28.822	-4.397	21.179
Si	56.165	-1.108	21.501
Si	58.608	0.927	21.401
Si	56.207	4.176	21.576
Si	58.275	6.536	21.532
Si	55.703	-7.085	21.512
Si	58.774	-3.792	21.259
Si	61.019	-1.659	21.344
Si	-33.645	1.621	21.299
Si	61.396	4.211	21.356
Si	-34.348	6.511	21.606
Si	61.574	-6.328	21.549
Si	-33.887	-4.391	21.37
Si	-31.594	-7.311	24.582
Si	-43.071	2.279	23.708
Si	-26.569	0.686	-4.515
Si	-31.904	-3.04	23.49
Si	-39.6	2.776	-4.444
Si	-41.06	-0.303	-2.382
Si	-42.184	-0.622	24.35
Si	-39.502	-0.22	25.628
Si	-42.711	-4.749	25.66
Si	-38.541	6.97	24.365
Si	-40.572	-5.385	23.572
Si	-31.435	-1.953	-2.944
Si	-29.212	-0.979	-4.738
Si	-37.123	4.218	24.259
Si	-34.167	3.829	25.291
Si	-33.674	6.653	24.683
Si	-34.556	1.046	24.125
Si	-27.874	4.97	-6.828
Si	-37.339	0.245	23.615
Si	-29.746	5.302	23.713
Si	-31.855	-7.088	-3.389
Si	-35.383	-1.196	-5.812
Si	-30.271	0.668	-6.944
Si	-45.156	-4.068	24.227
Si	-44.063	-2.17	26.141
Si	-32.029	-4.299	-4.731
Si	-29.474	-3.63	-5.959
Si	-34.515	-3.845	-6.504
Si	-39.068	-0.322	-4.397
Si	-34.45	2.564	-2.772
Si	-22.259	0.346	-6.924
Si	-36.999	3.679	-3.138
Si	-37.774	-6.507	24.41
Si	-27.701	7.803	-5.59
Si	-34.633	-7.666	-4.598
Si	-36.914	6.609	-4.225
Si	-33.728	0.091	-3.825
Si	-26.579	3.587	-3.139
Si	-33.263	5.496	-2.374
Si	-29.394	2.864	-2.606
Si	-30.097	3.293	-5.561
Si	-28.336	-5.034	-3.35
Si	-32.832	-4.591	25.749
Si	-29.159	-8.004	-2.993
Si	-44.21	3.985	26.006
Si	-41.608	-5.455	-4.876
Si	-40.73	-1.811	-6.301
Si	-39.197	7.865	-2.85
Si	-32.293	5.573	-5.338
Si	-39.424	7.279	-5.638
Si	-36.376	-1.022	-3.21
Si	-36.683	-5.481	-5.187
Si	-39.057	-5.283	-3.313
Si	-33.147	7.856	-7.032
Si	-31.698	-1.088	-0.059
Si	-28.27	1.06	-0.408
Si	-31.277	4.249	-0.421
Si	-28.304	6.723	-0.329
Si	-31.94	-6.217	-0.339
Si	-28.175	-4.374	-0.515
Si	-25.89	-1.061	-0.363
Si	-22.46	0.832	-0.228
Si	-26.125	4.402	-0.353
Si	-22.75	6.558	-0.279
Si	-25.898	9.673	-0.267
Si	-22.395	-4.57	-0.314
Si	-20.259	-1.387	0.176
Si	-17.337	1.104	-0.111
Si	-20.46	4.409	-0.207
Si	-18.092	7.349	-0.274
Si	-20.231	9.542	0.202
Si	-18.073	-3.552	-0.286
Si	-29.894	0.008	0.976
Si	-27.209	2.74	0.933
Si	-29.88	5.511	0.967
Si	-27.148	8.202	1.054
Si	-29.986	-5.344	0.796
Si	-27.1	-2.721	0.841
Si	-24.309	-0.01	1.017
Si	-21.562	2.668	1.002
Si	-24.415	5.42	0.95
Si	-21.706	8.082	1.223
Si	-24.25	-5.475	0.94
Si	-21.674	-2.869	1.204
Si	-18.857	0.032	1.32
Si	-16.18	2.705	1.137
Si	-18.975	5.612	1.115
Si	-16.247	8.192	1.013
Si	-18.848	11.054	1.235
Si	-16.332	-2.671	1.121
Si	-31.225	1.429	2.37
Si	-28.567	4.084	2.345
Si	-31.372	6.885	2.217
Si	-28.644	9.575	2.263
Si	-31.187	-4.048	2.419
Si	-28.508	-1.404	2.284
Si	-25.734	1.419	2.302
Si	-23.054	4.014	2.324
Si	-25.762	6.802	2.362
Si	-23.087	9.486	2.473
Si	-25.709	-4.066	2.25
Si	-23.09	-1.438	2.442
Si	-20.269	1.434	2.526
Si	-17.588	4.145	2.399
Si	-20.321	6.806	2.591
Si	-17.473	9.603	2.479
Si	-20.299	-4.091	2.636
Si	-17.558	-1.37	2.641
Si	-16.178	0.025	3.911
Si	-29.895	2.753	3.759
Si	-16.241	5.443	3.826
Si	-29.973	8.191	3.646
Si	-16.164	10.905	3.879
Si	-29.84	-2.694	3.755
Si	-27.136	0.006	3.631
Si	-24.423	2.732	3.743
Si	-27.163	5.437	3.688
Si	-24.465	8.144	3.797
Si	-27.173	-5.413	3.606
Si	-24.469	-2.751	3.78
Si	-21.693	-0.011	3.766
Si	-18.926	2.8	3.842
Si	-21.73	5.384	3.793
Si	-18.919	8.231	3.827
Si	-21.711	-5.492	3.863
Si	-18.965	-2.699	3.96
Si	-15.019	-1.266	16.188
Si	-28.537	1.37	16.001
Si	-15.011	4.138	16.177
Si	-28.578	6.753	16.009
Si	-15.015	9.562	16.216
Si	-28.582	-4.087	15.963
Si	-25.878	-1.319	16.029
Si	-23.165	1.389	16.066
Si	-25.863	4.089	16.036
Si	-23.12	6.808	16.084
Si	-25.873	-6.853	16.011
Si	-23.131	-4.077	16.02
Si	-20.437	-1.317	16.081
Si	-17.704	1.449	16.203
Si	-20.418	4.139	16.13
Si	-17.663	6.87	16.118
Si	-20.459	9.555	16.052
Si	-17.712	12.308	16.093
Si	-29.901	-0.014	17.312
Si	-27.214	2.732	17.41
Si	-29.934	5.429	17.42
Si	-27.204	8.059	17.38
Si	-29.967	-5.454	17.281
Si	-27.268	-2.699	17.335
Si	-24.567	0.064	17.432
Si	-21.803	2.742	17.441
Si	-24.514	5.442	17.414
Si	-21.778	8.197	17.457
Si	-24.519	-5.46	17.32
Si	-21.781	-2.72	17.405
Si	-19.107	0.05	17.48
Si	-16.365	2.868	17.598
Si	-19.031	5.547	17.457
Si	-16.35	8.19	17.591
Si	-19.091	10.924	17.375
Si	-16.412	-2.614	17.485
Si	-14.988	1.508	18.946
Si	-28.569	4.08	18.784
Si	-14.983	6.829	19.019
Si	-28.672	-6.899	18.579
Si	-15.008	-3.923	18.812
Si	-28.614	-1.364	18.747
Si	-25.912	1.431	18.873
Si	-23.169	4.093	18.784
Si	-25.863	6.723	18.85
Si	-23.233	9.525	18.753
Si	-25.919	-4.115	18.612
Si	-23.199	-1.366	18.686
Si	-20.438	1.433	18.834
Si	-17.711	4.318	18.952
Si	-20.301	6.941	18.833
Si	-17.795	9.618	18.802
Si	-20.392	12.249	18.777
Si	-17.801	-1.304	18.885
Si	-16.466	0.165	20.152
Si	-13.686	2.803	20.513
Si	-16.427	5.696	20.505
Si	-13.521	8.104	20.377
Si	-16.347	-5.337	20.008
Si	-13.857	-2.723	20.48
Si	-27.349	0.034	20.184
Si	-24.48	2.797	20.274
Si	-27.211	5.315	20.265
Si	-24.57	8.189	20.198
Si	-27.325	-5.518	19.828
Si	-24.617	-2.765	19.976
Si	-21.827	-0.014	20.059
Si	-19.115	2.893	20.169
Si	-21.756	5.529	19.976
Si	-19.075	8.393	20.343
Si	-21.835	10.896	20.033
Si	-19.081	-2.751	20.266
Si	-15.065	-0.95	21.609
Si	-12.646	1.1	21.872
Si	-15.31	4.024	21.738
Si	-28.318	7.003	21.449
Si	-14.987	9.62	21.286
Si	-12.865	-4.494	21.77
Si	-25.729	-1.234	21.318
Si	-23.444	0.984	21.384
Si	-25.924	3.961	21.784
Si	-22.862	7.039	21.329
Si	-26.284	9.371	21.321
Si	-23.052	12.421	21.264
Si	-20.846	-1.645	21.391
Si	-17.538	1.786	21.468
Si	-20.535	4.226	21.468
Si	-17.339	7.615	21.764
Si	-20.849	9.431	21.567
Si	-17.604	-4.158	21.555
Si	-15.544	7.7	25.908
Si	-27.415	1.84	23.628
Si	-9.533	-1.485	-2.818
Si	-21.001	-7.903	26.104
Si	-24.603	7.712	-5.476
Si	-21.921	1.508	-2.997
Si	-26.749	-1.231	24.081
Si	-15.445	4.119	-6.485
Si	-22.686	3.086	-5.378
Si	-23.616	-6.568	25.817
Si	-24.792	-5.297	23.461
Si	-14.626	-2.029	-2.925
Si	-14.127	-0.495	-5.232
Si	-20.685	1.545	25.954
Si	-16.613	3.247	26.225
Si	-19.759	4.883	24.124
Si	-16.779	-2.182	23.812
Si	-19.554	-5.114	23.535
Si	-19.877	-2.062	24.045
Si	-14.636	5.171	24.677
Si	-8.564	5.882	-3.925
Si	-20.052	3.983	-6.411
Si	-18.371	7.349	24.79
Si	-28.741	-3.531	23.929
Si	-22.378	2.591	23.539
Si	-14.895	-7.947	-3.044
Si	-18.504	1.95	24.249
Si	-17.245	-3.67	-3.276
Si	-24.909	-1.595	-3.307
Si	-19.081	2.618	-2.297
Si	-14.961	-5.562	26.024
Si	-17.769	4.168	-4.652
Si	-24.037	5.193	23.6
Si	-13.541	-7.295	-5.418
Si	-16.01	-6.11	-4.893
Si	-28.178	3.61	25.792
Si	-13.563	2.222	-5.375
Si	-7.52	3.424	-4.866
Si	-16.482	5.92	-2.362
Si	-12.848	2.772	-2.386
Si	-17.912	-5.009	26.195
Si	-11.944	-3.145	-2.935
Si	-14.643	-1.662	25.77
Si	-10.832	5.162	-2.238
Si	-21.662	-4.879	-5.92
Si	-30.091	7.097	26.123
Si	-25.64	-4.252	-4.388
Si	-23.994	-7.845	-2.427
Si	-25.119	-4.294	26.074
Si	-25.216	4.787	-5.584
Si	-22.224	-1.219	-4.597
Si	-19.573	-2.866	-5.304
Si	-22.903	-5.165	-3.113
Si	-22.337	5.66	25.809
Si	1.431	-1.334	5.614
Si	-12.17	1.345	5.299
Si	1.413	4.149	5.594
Si	-12.175	6.778	5.228
Si	1.428	9.538	5.602
Si	-12.168	12.221	5.244
Si	-9.444	-1.394	5.334
Si	-6.701	1.311	5.375
Si	-9.466	4.061	5.341
Si	-6.735	6.764	5.423
Si	-9.451	9.471	5.327
Si	-6.762	12.214	5.47
Si	-4.051	-1.355	5.508
Si	-1.326	1.399	5.586
Si	-4.028	4.031	5.492
Si	-1.249	6.758	5.587
Si	-4.042	-6.811	5.556
Si	-1.331	-4.075	5.564
Si	17.652	-1.364	5.82
Si	4.175	1.365	5.609
Si	17.669	4.043	5.715
Si	4.113	6.887	5.592
Si	17.635	9.505	5.767
Si	4.17	-4.066	5.558
Si	6.817	-1.384	5.644
Si	9.559	1.357	5.74
Si	6.836	4.113	5.65
Si	9.543	6.834	5.633
Si	6.794	-6.705	5.572
Si	9.485	-4.039	5.613
Si	12.206	-1.368	5.714
Si	15.001	1.335	5.727
Si	12.306	4.055	5.747
Si	14.981	6.773	5.738
Si	12.216	-6.829	5.7
Si	14.952	-4.131	5.787
Si	33.944	-1.328	5.477
Si	20.37	1.362	5.762
Si	33.984	4.058	5.483
Si	20.379	6.754	5.723
Si	33.988	9.545	5.554
Si	20.391	-4.085	5.789
Si	23.103	-1.341	5.712
Si	25.826	1.342	5.687
Si	23.096	4.1	5.739
Si	25.837	6.825	5.642
Si	23.113	9.493	5.773
Si	25.848	12.213	5.731
Si	28.561	-1.326	5.648
Si	31.265	1.377	5.514
Si	28.574	4.082	5.589
Si	31.267	6.747	5.592
Si	28.503	-6.775	5.622
Si	31.234	-4.02	5.553
Si	50.207	-1.37	5.37
Si	36.67	1.33	5.444
Si	50.186	4.116	5.481
Si	36.702	6.788	5.454
Si	50.218	9.53	5.393
Si	36.711	-4.11	5.483
Si	39.391	-1.373	5.397
Si	42.065	1.345	5.415
Si	39.355	4.076	5.465
Si	42.113	6.805	5.457
Si	39.403	9.522	5.441
Si	42.129	12.219	5.403
Si	44.767	-1.352	5.432
Si	47.482	1.38	5.475
Si	44.755	4.105	5.453
Si	47.513	6.827	5.429
Si	44.799	-6.782	5.375
Si	47.506	-4.07	5.392
Si	-31.259	-1.333	5.081
Si	52.924	1.353	5.4
Si	-31.301	4.129	5.057
Si	52.953	6.808	5.384
Si	-31.249	9.513	5.128
Si	53.013	-4.101	5.316
Si	-42.196	-1.439	5.276
Si	-39.483	1.314	5.202
Si	-42.253	4.099	5.32
Si	-39.532	6.781	5.23
Si	-42.276	9.54	5.289
Si	-39.539	12.236	5.254
Si	-36.81	-1.326	5.222
Si	-34.035	1.425	5.102
Si	-36.753	4.007	5.161
Si	-33.999	6.764	5.173
Si	-36.804	-6.807	5.197
Si	-34.005	-4.088	5.143
Si	-14.871	-1.377	5.26
Si	-28.506	1.352	5.051
Si	-14.887	4.095	5.221
Si	-28.568	6.819	5.01
Si	-14.86	9.496	5.228
Si	-28.481	-4.075	5.075
Si	-25.825	-1.343	5.084
Si	-23.075	1.355	5.113
Si	-25.807	4.093	5.086
Si	-23.084	6.78	5.138
Si	-25.86	9.542	5.066
Si	-23.093	12.23	5.155
Si	-20.362	-1.318	5.221
Si	-17.591	1.403	5.207
Si	-20.348	4.093	5.193
Si	-17.6	6.824	5.186
Si	-20.323	-6.807	5.218
Si	-17.581	-4.088	5.244
Si	2.785	0.024	6.967
Si	-10.836	2.704	6.684
Si	2.765	5.502	6.957
Si	-10.852	8.131	6.653
Si	2.793	-5.414	6.935
Si	-10.844	-2.743	6.661
Si	-8.113	-0.02	6.717
Si	-5.409	2.674	6.811
Si	-8.139	5.419	6.741
Si	-5.422	8.123	6.839
Si	-8.157	10.843	6.755
Si	-5.422	-2.728	6.832
Si	-2.694	-0.001	6.886
Si	0.035	2.77	6.929
Si	-2.673	5.4	6.873
Si	0.076	8.15	6.942
Si	-2.69	-5.44	6.905
Si	0.039	-2.713	6.92
Si	19.023	0.008	7.14
Si	5.487	2.737	6.999
Si	19.011	5.417	7.088
Si	5.476	-8.095	6.961
Si	19.012	-5.453	7.116
Si	5.466	-2.728	7.001
Si	8.178	-0.029	7.033
Si	10.917	2.717	7.092
Si	8.195	5.471	7.009
Si	10.871	-8.169	7.066
Si	8.152	-5.4	6.994
Si	10.843	-2.727	7.051
Si	13.59	-0.005	7.07
Si	16.325	2.703	7.109
Si	13.622	5.435	7.112
Si	16.298	8.141	7.125
Si	13.567	-5.483	7.102
Si	16.28	-2.733	7.144
Si	35.333	-0.005	6.841
Si	21.738	2.731	7.093
Si	35.348	5.434	6.831
Si	21.738	8.12	7.089
Si	35.38	-5.449	6.886
Si	21.752	-2.696	7.1
Si	24.467	0.006	7.064
Si	27.211	2.734	6.975
Si	24.473	5.482	7.035
Si	27.175	8.185	7.008
Si	24.467	10.884	7.09
Si	27.217	-2.705	7.018
Si	29.943	0.038	6.947
Si	32.644	2.713	6.875
Si	29.92	5.419	6.97
Si	32.634	8.156	6.894
Si	29.912	-5.416	6.928
Si	32.62	-2.676	6.888
Si	51.571	-0.015	6.74
Si	38.029	2.692	6.819
Si	51.597	5.469	6.77
Si	38.077	8.138	6.815
Si	51.631	-5.44	6.701
Si	38.069	-2.725	6.809
Si	40.743	-0.026	6.79
Si	43.429	2.704	6.794
Si	40.756	5.426	6.805
Si	43.481	8.173	6.788
Si	40.776	10.875	6.792
Si	43.454	-2.738	6.795
Si	46.144	-0.014	6.802
Si	48.86	2.722	6.819
Si	46.159	5.449	6.787
Si	48.882	8.175	6.779
Si	46.165	-5.443	6.757
Si	48.879	-2.729	6.753
Si	-29.887	0.015	6.438
Si	-43.589	2.718	6.692
Si	-29.912	5.466	6.417
Si	-43.592	8.177	6.694
Si	-29.866	-5.433	6.446
Si	-43.556	-2.754	6.68
Si	-40.84	-0.031	6.594
Si	-38.101	2.668	6.552
Si	-40.868	5.451	6.641
Si	-38.139	8.14	6.565
Si	-40.885	10.881	6.629
Si	-38.148	-2.713	6.576
Si	-35.376	0.039	6.497
Si	-32.655	2.772	6.452
Si	-35.378	5.392	6.505
Si	-32.627	8.156	6.489
Si	-35.387	-5.442	6.507
Si	-32.625	-2.702	6.459
Si	-13.545	-0.009	6.643
Si	-27.165	2.715	6.438
Si	-13.546	5.446	6.608
Si	-27.215	8.169	6.421
Si	-13.528	10.864	6.612
Si	-27.165	-2.707	6.465
Si	-24.452	0.002	6.466
Si	-21.722	2.71	6.511
Si	-24.463	5.439	6.487
Si	-21.717	8.135	6.522
Si	-24.481	10.87	6.477
Si	-21.74	-2.713	6.53
Si	-18.985	0.045	6.558
Si	-16.255	2.746	6.593
Si	-18.994	5.474	6.543
Si	-16.262	8.17	6.583
Si	-18.98	-5.433	6.582
Si	-16.258	-2.713	6.615
Si	1.394	1.392	8.283
Si	-12.224	4.078	8.006
Si	1.406	6.82	8.337
Si	-12.209	9.509	8.009
Si	1.397	-4.073	8.28
Si	-12.204	-1.367	8.016
Si	-9.491	1.35	8.06
Si	-6.796	4.058	8.123
Si	-9.518	6.79	8.063
Si	-6.805	9.505	8.144
Si	-9.53	-4.097	8.071
Si	-6.807	-1.364	8.142
Si	-4.07	1.353	8.216
Si	-1.34	4.087	8.287
Si	-4.058	6.775	8.197
Si	-1.329	-6.808	8.252
Si	-4.07	-4.069	8.213
Si	-1.336	-1.352	8.251
Si	17.662	1.36	8.494
Si	4.109	4.112	8.32
Si	17.669	6.786	8.465
Si	4.115	-6.767	8.338
Si	17.66	-4.088	8.484
Si	4.106	-1.355	8.341
Si	6.826	1.364	8.372
Si	9.539	4.107	8.404
Si	6.821	6.842	8.344
Si	9.505	-6.774	8.384
Si	6.817	-4.062	8.388
Si	9.519	-1.361	8.431
Si	12.255	1.357	8.459
Si	14.969	4.073	8.473
Si	12.237	6.803	8.444
Si	14.931	-6.82	8.479
Si	12.209	-4.085	8.429
Si	14.919	-1.358	8.474
Si	34.01	1.356	8.228
Si	20.372	4.075	8.455
Si	34.014	6.791	8.223
Si	20.383	9.5	8.446
Si	34.007	-4.066	8.211
Si	20.388	-1.356	8.473
Si	23.108	1.367	8.425
Si	25.847	4.094	8.344
Si	23.112	6.792	8.437
Si	25.833	9.516	8.405
Si	23.109	-4.069	8.436
Si	25.84	-1.364	8.384
Si	28.572	1.374	8.318
Si	31.303	4.058	8.278
Si	28.566	6.808	8.314
Si	31.283	-6.797	8.255
Si	28.585	-4.073	8.337
Si	31.3	-1.333	8.287
Si	50.24	1.342	8.128
Si	36.708	4.068	8.193
Si	50.247	6.816	8.133
Si	36.743	9.494	8.209
Si	50.271	-4.09	8.083
Si	36.715	-1.373	8.182
Si	39.412	1.339	8.171
Si	42.108	4.064	8.174
Si	39.432	6.787	8.185
Si	42.13	9.514	8.163
Si	39.437	-4.085	8.17
Si	42.112	-1.376	8.163
Si	44.807	1.355	8.161
Si	47.513	4.089	8.162
Si	44.829	6.808	8.16
Si	47.527	-6.793	8.135
Si	44.83	-4.092	8.146
Si	47.531	-1.378	8.133
Si	-31.27	1.382	7.784
Si	-44.942	4.073	8.069
Si	-31.255	6.799	7.83
Si	-44.948	9.515	8.071
Si	-31.253	-4.076	7.802
Si	-44.931	-1.383	8.036
Si	-42.195	1.333	7.981
Si	-39.465	4.05	7.917
Si	-42.211	6.805	8.018
Si	-39.487	9.507	7.937
Si	-42.212	-4.106	8.037
Si	-39.483	-1.373	7.966
Si	-36.725	1.348	7.914
Si	-34.001	4.075	7.872
Si	-36.739	6.768	7.87
Si	-34.008	-6.812	7.841
Si	-36.739	-4.079	7.881
Si	-33.997	-1.347	7.823
Si	-14.93	1.366	7.973
Si	-28.547	4.089	7.78
Si	-14.921	6.81	7.96
Si	-28.538	9.522	7.825
Si	-14.908	-4.086	7.967
Si	-28.545	-1.355	7.816
Si	-25.812	1.366	7.827
Si	-23.096	4.081	7.855
Si	-25.84	6.819	7.809
Si	-23.104	9.517	7.846
Si	-25.816	-4.069	7.842
Si	-23.107	-1.345	7.868
Si	-20.368	1.383	7.909
Si	-17.647	4.109	7.923
Si	-20.365	6.806	7.915
Si	-17.635	-6.796	7.948
Si	-20.369	-4.06	7.905
Si	-17.648	-1.336	7.934
Si	0.015	0.015	9.613
Si	-13.598	2.727	9.358
Si	0.015	5.448	9.648
Si	-13.596	8.168	9.356
Si	0.019	-5.44	9.617
Si	-13.588	-2.719	9.36
Si	-10.878	-0.001	9.4
Si	-8.174	2.708	9.464
Si	-10.894	5.435	9.4
Si	-8.19	8.146	9.465
Si	-10.897	-5.449	9.414
Si	-8.192	-2.731	9.455
Si	-5.463	-0.008	9.526
Si	-2.726	2.713	9.592
Si	-5.455	5.419	9.514
Si	-2.718	8.149	9.571
Si	-5.458	-5.447	9.515
Si	-2.72	-2.712	9.58
Si	16.286	0.002	9.839
Si	2.741	2.741	9.664
Si	16.314	5.44	9.839
Si	2.755	-8.133	9.689
Si	16.292	-5.447	9.834
Si	2.73	-2.718	9.672
Si	5.455	0.003	9.718
Si	8.175	2.729	9.744
Si	5.464	5.465	9.697
Si	8.163	-8.141	9.751
Si	5.457	-5.427	9.733
Si	8.156	-2.715	9.781
Si	10.877	-0.001	9.8
Si	13.597	2.724	9.832
Si	10.883	5.448	9.803
Si	13.577	8.153	9.838
Si	10.855	-5.439	9.792
Si	13.559	-2.725	9.819
Si	32.677	0.009	9.623
Si	19.022	2.728	9.836
Si	32.671	5.434	9.603
Si	19.023	8.155	9.817
Si	32.669	-5.437	9.584
Si	19.021	-2.715	9.832
Si	21.751	0.018	9.804
Si	24.486	2.748	9.729
Si	21.742	5.441	9.791
Si	24.472	8.169	9.765
Si	21.742	-5.437	9.785
Si	24.482	-2.706	9.764
Si	27.216	0.018	9.692
Si	29.943	2.727	9.657
Si	27.209	5.457	9.687
Si	29.94	8.172	9.64
Si	27.219	-5.425	9.706
Si	29.958	-2.703	9.654
Si	48.896	-0.022	9.49
Si	35.379	2.709	9.576
Si	48.903	5.44	9.495
Si	35.389	8.142	9.574
Si	48.92	-5.446	9.471
Si	35.386	-2.731	9.568
Si	38.084	-0.026	9.549
Si	40.779	2.69	9.541
Si	38.09	5.415	9.548
Si	40.802	8.139	9.539
Si	38.109	-5.46	9.551
Si	40.791	-2.742	9.547
Si	43.482	-0.025	9.528
Si	46.18	2.706	9.522
Si	43.489	5.425	9.523
Si	46.198	8.154	9.518
Si	43.498	-5.459	9.526
Si	46.2	-2.746	9.507
Si	-32.622	0.014	9.167
Si	-46.289	2.71	9.441
Si	-32.623	5.443	9.196
Si	-46.289	8.163	9.461
Si	-32.625	-5.438	9.168
Si	-46.277	-2.733	9.428
Si	-43.555	-0.015	9.365
Si	-40.818	2.705	9.308
Si	-43.56	5.439	9.391
Si	-40.826	8.162	9.338
Si	-43.566	-5.455	9.407
Si	-40.829	-2.731	9.343
Si	-38.086	-0.01	9.279
Si	-35.352	2.716	9.243
Si	-38.092	5.419	9.254
Si	-35.363	8.141	9.207
Si	-38.095	-5.445	9.253
Si	-35.354	-2.709	9.204
Si	-16.309	0.018	9.324
Si	-29.906	2.732	9.156
Si	-16.303	5.461	9.31
Si	-29.899	8.161	9.188
Si	-16.294	-5.425	9.321
Si	-29.902	-2.719	9.179
Si	-27.18	0.001	9.18
Si	-24.459	2.722	9.21
Si	-27.192	5.444	9.166
Si	-24.474	8.161	9.202
Si	-27.181	-5.438	9.191
Si	-24.465	-2.713	9.22
Si	-21.742	0.013	9.242
Si	-19.02	2.75	9.277
Si	-21.745	5.437	9.243
Si	-19.017	8.17	9.289
Si	-21.749	-5.438	9.231
Si	-19.023	-2.695	9.283
Si	1.351	-1.352	10.993
Si	-12.259	1.366	10.74
Si	1.367	4.085	11.012
Si	-12.263	6.807	10.739
Si	1.365	-6.779	11.012
Si	-12.262	-4.075	10.756
Si	-9.558	-1.36	10.794
Si	-6.84	1.355	10.856
Si	-9.56	4.077	10.788
Si	-6.839	6.792	10.84
Si	-9.56	9.519	10.798
Si	-6.842	-4.078	10.833
Si	-4.112	-1.355	10.9
Si	-1.369	1.362	10.955
Si	-4.113	4.077	10.908
Si	-1.372	6.81	10.963
Si	-4.106	9.522	10.887
Si	-1.37	-4.076	10.941
Si	17.654	-1.354	11.193
Si	4.08	1.372	11.046
Si	17.672	4.09	11.205
Si	4.099	-9.501	11.056
Si	17.663	-6.807	11.184
Si	4.077	-4.064	11.064
Si	6.788	-1.348	11.118
Si	9.513	1.377	11.141
Si	6.807	4.099	11.083
Si	9.52	-9.494	11.141
Si	6.802	-6.788	11.113
Si	9.503	-4.072	11.157
Si	12.216	-1.355	11.188
Si	14.943	1.373	11.211
Si	12.235	4.095	11.186
Si	14.949	6.802	11.197
Si	12.217	9.532	11.179
Si	14.931	-4.076	11.188
Si	34.053	-1.37	10.945
Si	20.391	1.37	11.177
Si	34.038	4.068	10.945
Si	20.388	6.798	11.163
Si	34.043	-6.802	10.927
Si	20.391	-4.083	11.166
Si	23.12	-1.352	11.13
Si	25.855	1.379	11.056
Si	23.122	4.084	11.116
Si	25.854	6.799	11.073
Si	23.113	9.524	11.125
Si	25.859	-4.077	11.078
Si	28.596	-1.349	11.013
Si	31.317	1.365	10.983
Si	28.587	4.094	11.014
Si	31.317	6.802	10.963
Si	28.592	9.523	11.023
Si	31.331	-4.084	10.97
Si	50.286	-1.387	10.811
Si	36.752	1.341	10.92
Si	50.283	4.066	10.819
Si	36.755	6.779	10.921
Si	50.277	-6.811	10.833
Si	36.757	-4.101	10.915
Si	39.45	-1.383	10.917
Si	42.147	1.335	10.905
Si	39.453	4.058	10.915
Si	42.158	6.781	10.907
Si	39.466	9.496	10.914
Si	42.159	-4.104	10.902
Si	44.86	-1.386	10.881
Si	47.558	1.341	10.865
Si	44.845	4.066	10.896
Si	47.56	6.791	10.874
Si	44.854	9.501	10.898
Si	47.57	-4.104	10.86
Si	-31.266	-1.353	10.531
Si	-44.904	1.338	10.753
Si	-31.261	4.076	10.542
Si	-44.91	6.785	10.778
Si	-31.271	-6.8	10.537
Si	-44.914	-4.098	10.779
Si	-42.186	-1.378	10.71
Si	-39.444	1.347	10.649
Si	-42.17	4.06	10.694
Si	-39.442	6.777	10.638
Si	-42.179	9.501	10.727
Si	-39.442	-4.103	10.653
Si	-36.705	-1.373	10.602
Si	-33.975	1.347	10.566
Si	-36.714	4.073	10.604
Si	-33.988	6.793	10.561
Si	-36.72	9.5	10.577
Si	-33.985	-4.084	10.539
Si	-14.964	-1.346	10.7
Si	-28.546	1.369	10.525
Si	-14.97	4.101	10.697
Si	-28.542	6.797	10.548
Si	-14.96	9.539	10.708
Si	-28.546	-4.079	10.549
Si	-25.833	-1.352	10.569
Si	-23.103	1.377	10.596
Si	-25.83	4.093	10.548
Si	-23.115	6.807	10.583
Si	-25.83	9.525	10.567
Si	-23.11	-4.072	10.59
Si	-20.393	-1.332	10.633
Si	-17.682	1.39	10.663
Si	-20.391	4.099	10.634
Si	-17.669	6.817	10.671
Si	-20.392	9.539	10.622
Si	-17.666	-4.049	10.661
Si	2.703	-0.007	12.373
Si	-10.934	2.722	12.136
Si	2.719	5.447	12.378
Si	-10.945	8.17	12.135
Si	2.706	-5.428	12.401
Si	-10.937	-2.705	12.14
Si	-8.224	-0.009	12.183
Si	-5.5	2.717	12.231
Si	-8.231	5.441	12.171
Si	-5.493	8.162	12.209
Si	-8.22	10.888	12.166
Si	-5.507	-2.716	12.213
Si	-2.762	0	12.27
Si	-0.012	2.709	12.332
Si	-2.758	5.437	12.276
Si	-0.019	8.171	12.329
Si	-2.767	-5.429	12.263
Si	-0.027	-2.722	12.321
Si	19.017	0.021	12.542
Si	5.436	2.726	12.422
Si	19.037	5.456	12.553
Si	5.434	-8.153	12.456
Si	19.034	-5.445	12.531
Si	5.413	-2.713	12.459
Si	8.141	0.012	12.488
Si	10.855	2.736	12.529
Si	8.155	5.45	12.476
Si	10.863	-8.146	12.544
Si	8.137	-5.432	12.508
Si	10.849	-2.715	12.541
Si	13.569	0.014	12.559
Si	16.304	2.743	12.57
Si	13.593	5.453	12.568
Si	16.309	8.163	12.562
Si	13.578	-5.435	12.557
Si	16.291	-2.714	12.556
Si	35.419	-0.02	12.297
Si	21.765	2.746	12.502
Si	35.416	5.416	12.286
Si	21.76	8.164	12.494
Si	35.421	-5.465	12.288
Si	21.76	-2.708	12.503
Si	24.495	0.035	12.434
Si	27.225	2.748	12.383
Si	24.488	5.459	12.444
Si	27.233	8.169	12.39
Si	24.493	10.892	12.444
Si	27.242	-2.699	12.382
Si	29.967	0.011	12.345
Si	32.689	2.719	12.318
Si	29.964	5.457	12.341
Si	32.694	8.163	12.294
Si	29.974	-5.432	12.341
Si	32.712	-2.737	12.306
Si	51.662	-0.015	12.136
Si	38.126	2.681	12.281
Si	51.658	5.428	12.156
Si	38.126	8.124	12.281
Si	51.664	-5.457	12.164
Si	38.118	-2.756	12.286
Si	40.826	-0.041	12.281
Si	43.508	2.695	12.269
Si	40.82	5.411	12.279
Si	43.52	8.13	12.277
Si	40.831	10.842	12.277
Si	43.534	-2.759	12.26
Si	46.224	-0.03	12.242
Si	48.944	2.702	12.199
Si	46.224	5.417	12.248
Si	48.935	8.146	12.218
Si	46.232	-5.469	12.249
Si	48.948	-2.747	12.198
Si	-29.902	0.007	11.89
Si	-43.523	2.707	12.075
Si	-29.907	5.437	11.905
Si	-43.527	8.144	12.107
Si	-29.908	-5.449	11.9
Si	-43.526	-2.734	12.098
Si	-40.797	-0.012	12.024
Si	-38.07	2.719	11.974
Si	-40.797	5.432	12.023
Si	-38.061	8.14	11.963
Si	-40.792	10.866	12.042
Si	-38.059	-2.735	11.971
Si	-35.335	-0.005	11.94
Si	-32.613	2.714	11.913
Si	-35.337	5.436	11.939
Si	-32.624	8.158	11.906
Si	-35.344	-5.451	11.904
Si	-32.625	-2.721	11.892
Si	-13.635	0.015	12.093
Si	-27.191	2.725	11.898
Si	-13.631	5.453	12.088
Si	-27.187	8.152	11.924
Si	-13.631	10.895	12.107
Si	-27.192	-2.722	11.925
Si	-24.475	0.011	11.937
Si	-21.755	2.735	11.985
Si	-24.478	5.443	11.937
Si	-21.757	8.164	11.964
Si	-24.481	10.887	11.94
Si	-21.766	-2.702	11.967
Si	-19.052	0.037	12.019
Si	-16.344	2.752	12.046
Si	-19.043	5.457	12.016
Si	-16.33	8.183	12.054
Si	-19.04	-5.414	11.997
Si	-16.334	-2.689	12.063
Si	1.323	1.335	13.711
Si	-12.306	4.088	13.481
Si	1.336	6.812	13.699
Si	-12.301	9.535	13.5
Si	1.319	-4.06	13.72
Si	-12.304	-1.338	13.492
Si	-9.604	1.352	13.516
Si	-6.898	4.079	13.547
Si	-9.613	6.807	13.507
Si	-6.871	9.538	13.534
Si	-9.593	-4.068	13.506
Si	-6.893	-1.377	13.561
Si	-4.151	1.355	13.596
Si	-1.398	4.079	13.64
Si	-4.147	6.809	13.585
Si	-1.409	9.547	13.634
Si	-4.159	-4.059	13.587
Si	-1.417	-1.363	13.637
Si	17.677	1.397	13.924
Si	4.066	4.087	13.756
Si	17.673	6.806	13.928
Si	4.056	-6.782	13.785
Si	17.672	-4.085	13.892
Si	4.028	-1.35	13.788
Si	6.764	1.37	13.828
Si	9.488	4.1	13.883
Si	6.788	-9.517	13.827
Si	9.495	-6.777	13.893
Si	6.751	-4.073	13.847
Si	9.475	-1.343	13.882
Si	12.204	1.388	13.913
Si	14.96	4.112	13.949
Si	12.234	6.825	13.923
Si	14.952	9.53	13.925
Si	12.21	-4.071	13.912
Si	14.933	-1.342	13.921
Si	34.058	1.34	13.647
Si	20.424	4.107	13.893
Si	34.063	6.793	13.625
Si	20.408	-6.812	13.874
Si	34.082	-4.101	13.655
Si	20.391	-1.348	13.871
Si	23.146	1.384	13.822
Si	25.873	4.107	13.761
Si	23.129	6.801	13.831
Si	25.864	9.511	13.758
Si	23.145	-4.076	13.826
Si	25.887	-1.329	13.734
Si	28.602	1.376	13.696
Si	31.34	4.094	13.669
Si	28.617	6.815	13.717
Si	31.349	9.519	13.669
Si	28.617	-4.07	13.7
Si	31.36	-1.363	13.646
Si	50.325	1.338	13.533
Si	36.785	4.053	13.633
Si	50.309	6.774	13.55
Si	36.782	-6.836	13.643
Si	50.307	-4.119	13.547
Si	36.78	-1.389	13.653
Si	39.487	1.32	13.65
Si	42.172	4.053	13.654
Si	39.481	6.768	13.657
Si	42.178	9.485	13.66
Si	39.483	-4.125	13.641
Si	42.198	-1.406	13.637
Si	44.877	1.328	13.618
Si	47.604	4.053	13.588
Si	44.882	6.766	13.637
Si	47.589	9.488	13.613
Si	44.884	-4.122	13.633
Si	47.606	-1.395	13.583
Si	-31.25	1.357	13.27
Si	53.047	4.055	13.465
Si	-31.267	6.797	13.266
Si	53.046	-6.827	13.492
Si	-31.274	-4.091	13.248
Si	53.033	-1.381	13.466
Si	-42.147	1.34	13.401
Si	-39.415	4.077	13.352
Si	-42.145	6.772	13.423
Si	-39.411	9.48	13.349
Si	-42.142	-4.102	13.424
Si	-39.414	-1.382	13.343
Si	-36.693	1.36	13.304
Si	-33.971	4.067	13.279
Si	-36.689	6.791	13.313
Si	-33.995	9.505	13.262
Si	-36.687	-4.107	13.292
Si	-33.971	-1.376	13.279
Si	-15.003	1.4	13.426
Si	-28.554	4.07	13.263
Si	-14.977	6.836	13.435
Si	-28.562	-6.812	13.273
Si	-14.988	12.275	13.451
Si	-28.558	-1.351	13.265
Si	-25.833	1.382	13.281
Si	-23.122	4.102	13.328
Si	-25.838	6.791	13.303
Si	-23.134	9.52	13.305
Si	-25.838	-4.075	13.308
Si	-23.134	-1.343	13.323
Si	-20.412	1.395	13.387
Si	-17.701	4.111	13.411
Si	-20.404	6.824	13.363
Si	-17.697	9.559	13.394
Si	-20.406	-4.046	13.338
Si	-17.692	-1.299	13.405
Si	-0.059	-0.048	15.033
Si	-13.676	2.733	14.838
Si	-0.047	5.441	15.01
Si	-13.659	8.177	14.866
Si	-0.073	-5.425	15.03
Si	-13.667	-2.683	14.859
Si	-10.976	0.018	14.889
Si	-8.273	2.712	14.889
Si	-10.982	5.452	14.867
Si	-8.269	8.189	14.85
Si	-10.958	10.912	14.861
Si	-8.281	-2.724	14.916
Si	-5.548	-0.011	14.914
Si	-2.773	2.699	14.95
Si	-5.55	5.451	14.893
Si	-2.798	8.186	14.94
Si	-5.558	-5.397	14.916
Si	-2.816	-2.699	14.963
Si	16.299	0.038	15.27
Si	2.692	2.695	15.058
Si	16.325	5.473	15.338
Si	2.676	8.16	15.093
Si	16.34	-5.445	15.283
Si	2.649	-2.717	15.13
Si	5.377	0.006	15.167
Si	8.098	2.731	15.221
Si	5.419	5.424	15.157
Si	8.109	-8.143	15.218
Si	5.373	-5.428	15.204
Si	8.092	-2.708	15.222
Si	10.819	0.03	15.258
Si	13.563	2.761	15.28
Si	10.85	5.462	15.259
Si	13.601	8.181	15.31
Si	10.85	-5.425	15.284
Si	13.56	-2.703	15.279
Si	32.73	-0.037	15.011
Si	19.052	2.778	15.269
Si	32.712	5.463	14.999
Si	19.072	8.147	15.268
Si	32.73	-5.459	15.011
Si	19.039	-2.724	15.238
Si	21.765	0.045	15.183
Si	24.519	2.768	15.143
Si	21.798	5.463	15.253
Si	24.508	8.165	15.146
Si	21.794	-5.452	15.198
Si	24.55	-2.682	15.102
Si	27.238	0.045	15.072
Si	29.983	2.733	15.014
Si	27.254	5.472	15.084
Si	30.001	8.174	15.044
Si	27.255	-5.436	15.049
Si	30.002	-2.692	15.005
Si	48.98	-0.021	14.919
Si	35.429	2.697	14.978
Si	48.972	5.411	14.946
Si	35.438	8.107	14.993
Si	48.973	-5.476	14.953
Si	35.442	-2.753	15.022
Si	38.158	-0.059	15.016
Si	40.834	2.679	15.024
Si	38.146	5.383	15.016
Si	40.824	8.128	15.036
Si	38.145	-5.493	15.013
Si	40.869	-2.795	14.995
Si	43.553	-0.046	15.006
Si	46.259	2.684	14.959
Si	43.539	5.405	15.021
Si	46.248	8.117	14.999
Si	43.551	-5.494	15.03
Si	46.269	-2.765	14.967
Si	-32.608	-0.007	14.624
Si	51.713	2.704	14.861
Si	-32.618	5.434	14.631
Si	51.692	8.137	14.876
Si	-32.636	-5.458	14.603
Si	51.693	-2.744	14.851
Si	54.415	-0.011	14.78
Si	-40.77	2.719	14.713
Si	54.418	5.418	14.801
Si	-40.752	8.13	14.744
Si	54.439	-5.466	14.813
Si	-40.743	-2.74	14.738
Si	-38.043	-0.004	14.663
Si	-35.334	2.727	14.654
Si	-38.034	5.434	14.689
Si	-35.326	8.152	14.661
Si	-38.023	-5.48	14.662
Si	-35.322	-2.749	14.637
Si	-16.363	0.081	14.807
Si	-29.904	2.721	14.642
Si	-16.34	5.48	14.772
Si	-29.915	8.142	14.643
Si	-16.347	10.906	14.791
Si	-29.927	-2.725	14.604
Si	-27.2	0.019	14.623
Si	-24.494	2.742	14.674
Si	-27.214	5.418	14.642
Si	-24.474	8.143	14.673
Si	-27.205	-5.462	14.642
Si	-24.499	-2.695	14.686
Si	-21.8	0.024	14.711
Si	-19.062	2.759	14.782
Si	-21.768	5.458	14.715
Si	-19.056	8.193	14.741
Si	-21.784	-5.425	14.654
Si	-19.071	-2.671	14.72
O	1.965	-0.343	22.701
O	0.286	-2.25	22.987
O	6.836	4.264	23.423
O	3.022	-4.712	23.012
O	10.547	3.177	-3.468
O	-8.146	6.192	-5.45
O	-12.216	6.729	23.517
O	-10.785	-8.025	22.19
O	1.645	-7.046	23.086
O	-0.456	7.801	22.101
O	4.999	-2.873	22.411
O	2.883	-6.037	25.244
O	-11.351	-3.774	25.64
O	-9.723	-1.475	23.318
O	-8.231	0.02	21.859
O	-7.05	2.04	22.903
O	-8.227	5.26	22.023
O	-6.117	6.298	23.034
O	-3.727	-6.119	25.005
O	-8.592	-6.593	22.638
O	-0.415	-1.125	-6.074
O	-5.658	-2.672	22.192
O	-1.713	-1.148	24.32
O	-2.072	1.006	22.856
O	-4.678	4.05	22.677
O	-2.687	5.696	21.855
O	5.541	7.113	-6.288
O	-7.623	-1.6	25.005
O	-3.012	-5.534	22.09
O	-3.426	0.837	24.992
O	-1.794	-3.658	23.294
O	1.023	4.802	23.119
O	-0.401	-3.107	25.475
O	-6.98	-0.522	-5.012
O	-11.059	2.858	25.187
O	-0.27	2.753	22.157
O	-2.957	1.707	-7.014
O	-7.099	-6.27	24.816
O	-11.753	0.51	26.018
O	-4.558	-0.105	-6.074
O	-1.789	3.528	-5.617
O	-6.118	3.876	-5.545
O	-2.767	7.968	24.104
O	-8.853	0.732	24.45
O	-1.973	6.465	-5.662
O	0.686	6.246	-6.027
O	3.556	1.28	23.634
O	4.758	6.213	-3.933
O	-1.34	-5.357	-6.279
O	0.392	-4.751	-3.054
O	0.131	0.583	-4.145
O	-7.479	-4.31	23.149
O	-15.008	6.758	24.702
O	3.286	4.177	-2.875
O	-14.914	-0.072	25.642
O	-0.328	3.175	-3.431
O	-1.526	7.137	-1.275
O	-3.892	5.732	24.401
O	7.077	-2.355	-6.783
O	-4.406	5.846	-5.107
O	-13.281	8.058	-0.489
O	10.09	1.84	-1.26
O	3.18	-5.39	-4.69
O	-11.039	-4.122	-3.864
O	-9.561	-5.334	24.61
O	3.417	6.97	25.923
O	-4.094	-1.298	26.08
O	4.823	-2.699	25.418
O	-9.88	-1.146	26.012
O	-0.552	-7.749	-5.975
O	-5.188	-2.387	-5.016
O	-8.835	-7.414	-1.3
O	1.296	-6.047	-6.4
O	-6.853	-4.384	-1.811
O	-4.93	-0.214	-3.471
O	-3.911	1.148	-1.405
O	-2.769	2.452	-3.345
O	-2.983	7.535	-3.439
O	-3.231	-7.227	-1.276
O	-16.211	0.024	-0.631
O	-1.227	5.708	24.214
O	-6.019	4.387	24.928
O	43.247	-4.982	-3.714
O	-17.156	7.835	25.733
O	1.176	-3.735	-5.35
O	-23.387	-1.973	-3.749
O	2.405	-2.309	-0.381
O	-13.605	2.15	25.49
O	1.929	1.878	-2.756
O	5.726	4.405	-2.41
O	-3.155	3.608	-1.014
O	-16.08	4.851	-1.215
O	27.085	-6.124	-6.066
O	26.898	-6.024	24.094
O	1.495	-7.109	-3.705
O	-14.928	-6.904	-1.791
O	-3.371	-3.801	25.94
O	7.696	-3.065	-3.185
O	3.81	2.281	-0.992
O	-10.664	-0.109	-0.37
O	-7.961	2.563	-0.584
O	-5.941	-3.249	26.119
O	-11.44	6.411	-1.417
O	-44.787	-5.404	-5.68
O	37.856	0.371	-3.654
O	32.476	2.183	-4.65
O	27.229	5.053	24.418
O	-10.592	-5.59	-0.498
O	6.845	-1.192	-1.53
O	44.25	-7.181	25.749
O	-6.337	0.485	-1.279
O	3.219	-4.259	-6.968
O	-1.362	1.625	-1.227
O	-5.123	5.406	-0.484
O	3.852	4.51	25.178
O	-32.584	2.739	21.87
O	1.616	3.715	-1.004
O	30.71	-4.071	25.861
O	-5.131	-5.674	-0.433
O	-4.323	-1.385	-1.26
O	-2.363	-2.992	-0.338
O	19.041	-0.144	22.297
O	17.666	-2.372	22.852
O	20.734	1.484	23.289
O	23.141	-2.048	23.099
O	23.398	2.459	-2.888
O	-44.37	1.933	22.813
O	3.54	6.408	23.31
O	5.231	-8.106	22.37
O	19.205	-5.266	22.432
O	17.261	-6.698	23.468
O	21.046	-3.631	23.303
O	23.977	-3.153	-5.729
O	9.059	3.208	-5.777
O	6.816	-1.4	23.528
O	8.04	0.659	22.695
O	9.995	2.331	23.226
O	15.356	6.485	-6.029
O	8.056	6.486	23.247
O	8.707	-5.754	25.46
O	10.309	7.688	22.964
O	7.216	-6.56	23.32
O	10.564	-7.581	25.37
O	12.062	-0.654	23.37
O	16.125	-0.818	-5.727
O	21.6	-1.789	-2.641
O	14.416	1.108	23.255
O	-15.973	-1.069	22.966
O	-42.161	0.352	-3.393
O	12.153	3.717	23.48
O	13.556	5.432	22.219
O	18.847	-1.177	-5.442
O	22.283	-6.724	-3.962
O	8.651	-2.692	-0.694
O	13.696	-5.251	22.352
O	15.559	2.204	-6.678
O	16.019	-0.792	23.895
O	18.176	4.172	23.402
O	24.041	-2.404	-0.084
O	9.19	-0.999	-2.768
O	16.301	2.685	22.384
O	20.958	-7.449	-6.48
O	13.031	-1.381	-5.135
O	12.963	2.821	-7.021
O	18.148	2.145	-5.938
O	12.038	-2.538	-3.032
O	10.498	5.121	-6.671
O	10.501	7.767	-6.927
O	23.195	1.546	-5.86
O	8.498	0.041	25.199
O	10.174	4.29	25.112
O	20.27	-6.616	-2.246
O	12.79	-4.838	-2.267
O	20.038	-5.732	-4.79
O	48.859	-4.465	-0.91
O	23.072	-0.704	-4.636
O	20.305	1.162	-1.27
O	9.13	-4.695	23.156
O	-16.888	-6.257	-6.24
O	16.88	3.273	-3.947
O	-32.484	-0.854	-3.482
O	15.144	6.707	-1.19
O	16.054	-7.947	-3.781
O	-17.147	2.333	25.005
O	7.91	8.17	-6.879
O	-28.417	-7.314	-6.404
O	22.176	-5.061	-6.182
O	12.645	6.406	-6.148
O	46.693	3.683	-5.917
O	7.7	3.929	-0.853
O	22.587	5.017	-3.503
O	16.918	6.034	-3.032
O	13.508	1.12	-5.198
O	19.102	-8.06	24.639
O	-39.949	-1.063	-3.256
O	-41.919	4.913	-5.742
O	10.986	-6.376	-3.466
O	17.891	-6.037	25.995
O	46.997	0.237	-4.592
O	-12.427	1.896	-6.502
O	9.435	7.345	-0.878
O	16.327	-5.575	0.043
O	35.836	-7.23	-2.896
O	8.476	-5.547	-3.283
O	-30.652	8.153	-3.633
O	-26.818	-5.212	-3.87
O	16.862	4.939	-0.627
O	10.662	-2.664	22.369
O	14.364	3.574	-4.848
O	0.368	-0.211	-0.338
O	11.454	2.073	25.437
O	18.09	-7.232	-0.9
O	16.772	-2.861	25.293
O	13.698	-8.105	0.157
O	13.876	-0.597	-2.728
O	11.456	-0.388	26.092
O	17.079	-1.731	-3.542
O	18.016	-1.84	-1.048
O	-25.692	3.726	-1.785
O	19.288	2.45	-3.421
O	-21.333	-0.35	-0.563
O	12.072	3.65	-1.233
O	0.08	5.498	-0.077
O	22.697	4.211	-5.956
O	15.016	4.367	-2.428
O	12.037	-2.609	24.969
O	-0.321	-5.01	-0.185
O	19.312	-2.936	-3.073
O	41.167	-6.857	-3.051
O	17.52	0.656	-4.001
O	5.34	0.296	-0.247
O	29.226	-4.553	-6.056
O	-46.354	3.71	-5.733
O	5.754	5.414	0.133
O	32.763	-1.917	26.138
O	-33.804	2.403	24.604
O	7.226	-7.742	-1.324
O	-32.63	7.836	24.977
O	5.66	-5.785	-0.703
O	-40.014	7.224	-4.116
O	11.146	-0.205	-0.11
O	-30.331	-3.371	23.688
O	14.143	1.24	-0.75
O	10.892	5.456	0.055
O	18.896	5.6	25.373
O	5.731	6.351	24.674
O	18.748	3.18	-0.872
O	-28.019	-2.176	24.5
O	10.662	-4.136	-1.128
O	24.304	-6.485	23.213
O	12.629	-2.488	-0.578
O	35.155	-0.331	22.233
O	-8.071	7.139	-3.081
O	39.004	3.149	22.926
O	37.41	-1.535	24.205
O	39.786	2.157	-3.251
O	24.783	5.375	-4.771
O	20.742	6.527	23.733
O	22.201	-8.003	22.545
O	32.391	7.872	22.256
O	37.841	-3.486	22.563
O	26.905	4.52	-5.979
O	24.605	-0.052	22.199
O	26.5	1.509	22.992
O	28.83	3.597	23.081
O	22.867	3.201	23.258
O	24.824	4.81	23.248
O	25.903	7.066	23.214
O	29.263	-6.43	23.096
O	27.573	-8.019	21.928
O	25.419	6.379	25.565
O	27.275	-2.537	22.132
O	29.016	-6.062	25.757
O	-22.557	1.727	-6.189
O	42.027	3.611	-3.112
O	35.364	-5.765	25.159
O	36.389	4.75	-5.979
O	-26.394	2.675	22.685
O	27.337	2.548	25.139
O	30.323	5.712	22.248
O	37.097	-4.986	-3.683
O	-42.236	3.433	22.933
O	34.647	0.967	-5.435
O	31.283	-4.095	23.232
O	34.189	4.532	23.221
O	37.509	-7.933	-6.837
O	-43.201	4.363	-0.947
O	22.186	1.855	25.405
O	32.67	2.588	22.363
O	30.23	-5.81	-2.931
O	32.47	-5.506	-0.214
O	11.604	0.495	-6.786
O	19.856	0.542	25.594
O	22.819	-3.54	25.297
O	-22.909	-4.053	-6.588
O	-39.708	6.481	25.377
O	2.067	-0.488	-5.639
O	26.973	7.884	-4.82
O	-23.668	-7.776	-6.492
O	36.261	7.237	-1.172
O	27.788	7.908	-2.332
O	-47.537	5.972	-6.234
O	23.37	4.247	25.599
O	33.232	-1.896	-4.041
O	19.145	-2.038	26.179
O	33.753	5.103	-6.079
O	25.437	-4.167	23.009
O	-8.991	-1.828	-1.325
O	40.08	6.941	-3.283
O	-47.091	2.538	-3.453
O	-14.818	-7.173	25.886
O	29.883	-7.992	-0.133
O	34.848	2.569	-3.346
O	35.116	-1.702	25.378
O	-37.864	6.832	-5.53
O	3.95	-6.606	-2.591
O	-21.835	-5.045	-4.311
O	25.998	-3.642	-4.175
O	14.866	7.121	23.632
O	30.624	-1.362	-3.498
O	-46.385	8.074	-0.559
O	23.485	4.254	-1.095
O	-38.132	3.385	25.174
O	46.284	-8.005	-6.632
O	-16.466	-5.221	25.538
O	41.115	-2.475	-3.602
O	42.352	2.157	22.927
O	-48.816	-0.358	-3.067
O	40.192	1.509	-6.445
O	-25.319	-7.353	-1.629
O	-26.059	-1.883	22.777
O	20.002	3.204	25.091
O	33.644	-6.413	23.337
O	-35.003	-0.236	-2.848
O	36.883	0.253	25.975
O	25.052	6.873	-0.927
O	31.324	-2.923	-5.583
O	0.577	-1.956	-3.747
O	-33.517	-4.245	-5.31
O	3.935	-4.112	-1.535
O	-33.064	-5.032	-0.594
O	28.989	3.816	-1.271
O	25.849	-6.992	-1.111
O	31.278	4.021	-5.93
O	-36.549	-0.837	22.704
O	-28.888	1.517	-1.856
O	-18.59	-3.256	-4.072
O	31.528	-5.543	-5.284
O	-16.103	-7.643	22.064
O	13.475	-7.186	-3.321
O	28.227	-6.164	-0.988
O	33.474	0.439	-3.046
O	-25.508	5.1	22.924
O	-46.186	-0.221	-3.229
O	33.933	-1.665	-1.439
O	41.354	5.266	-4.992
O	29.64	0.423	25.173
O	27.04	1.073	-5.043
O	-24.172	3.587	-5.681
O	-45.363	4.188	-2.475
O	40.931	0.053	22.218
O	21.234	-2.706	-5.471
O	-14.207	3.115	-1.569
O	21.714	5.616	0.071
O	45.183	1.404	-3.078
O	45.43	-7.075	-1.429
O	41.488	1.844	-1.265
O	21.949	-0.382	0.055
O	-39.776	1.38	25.537
O	31.505	6.587	-5.77
O	-10.119	3.53	22.766
O	-25.248	-4.087	24.459
O	31.686	-3.7	-3.073
O	23.28	-7.434	-0.708
O	-27.393	2.334	25.173
O	21.747	-5.428	0.009
O	46.382	3.749	-3.349
O	24.323	-7.963	-2.982
O	26.917	0.113	-0.275
O	35.611	-1.012	-3.32
O	30.506	1.69	-1.347
O	27.103	5.395	-0.259
O	-6.541	7.561	-1.12
O	25.719	-3.857	-1.439
O	24.04	-2.53	-2.968
O	-28.212	6.359	-6.081
O	-21.206	-5.688	-0.564
O	-35.672	4.159	24.898
O	28.827	-1.274	-1.433
O	30.379	-4.046	-0.858
O	-45.959	0.014	21.996
O	-47.364	-1.815	23.086
O	-42.668	-7.46	-1.692
O	-39.594	1.179	-4.724
O	-41.949	-1.427	-5.311
O	47.032	-1.98	-3.214
O	35.978	6.49	23.048
O	38	7.968	22.313
O	-45.942	-5.512	21.613
O	-47.503	-6.951	23.059
O	-45.193	-2.74	25.138
O	-46.668	-4.604	24.048
O	-3.704	-4.438	-5.58
O	39.764	-1.952	23.277
O	46.253	5.979	-4.988
O	-37.425	-6.227	-6.401
O	47.888	6.431	-6.922
O	-35.87	2.592	-3.562
O	40.683	5.108	22.159
O	43.824	-4.91	24.599
O	44.929	-3.383	-5.143
O	-44.262	-0.156	-4.941
O	43.678	-2.715	22.266
O	46.149	7.041	25.259
O	-47.151	-5.109	-2.663
O	45.605	-1.07	23.101
O	47.775	-4.014	23.292
O	47.212	1.044	23.131
O	44.618	3.421	23.217
O	46.226	5.281	22.242
O	47.917	6.92	23.28
O	48.173	-1.272	23.765
O	41.765	-4.309	23.148
O	46.313	-5.549	21.922
O	-46.584	1.112	-5.506
O	25.653	0.943	-2.947
O	-46.719	4.239	22.965
O	-46.601	-6.625	25.527
O	43.483	-5.476	-0.544
O	37.883	2.588	25.309
O	-48.769	2.663	22.255
O	-34.095	6.978	23.148
O	42.648	0.533	-6.357
O	44.658	-7.036	23.21
O	-43.362	-0.912	25.418
O	43.286	0.141	-0.433
O	40.562	-3.812	-5.829
O	42.89	6.176	-3.266
O	-23.591	-4.711	22.569
O	-17.596	-4.097	-1.746
O	0.062	3.601	25.22
O	47.158	-7.655	-3.43
O	-46.906	-6.12	-6.952
O	41.181	7.862	25.325
O	-41.09	3.238	-3.996
O	46.792	-2.859	-0.725
O	-47.614	-3.745	-5.873
O	-40.849	-3.391	-6.564
O	-39.303	-6.016	24.322
O	-24.34	6.135	-5.657
O	41.855	-6.143	-5.499
O	-25.071	-1.514	-1.701
O	38.064	-7.401	-4.318
O	33.005	-2.399	22.124
O	48.797	5.436	-0.412
O	-47.785	0.085	24.96
O	41.656	7.487	-1.252
O	-9.232	0.394	-5.763
O	-22.709	-4.132	-1.867
O	-28.969	6.393	22.811
O	-47.098	6.341	24.42
O	46.306	-5.695	24.837
O	4.02	6.327	-1.439
O	-27.144	0.26	23.638
O	-27.945	-0.119	-4.245
O	-44.958	5.935	-5.485
O	-39.318	-1.273	-5.697
O	37.693	-2.352	-3.806
O	-13.791	-4.825	25.189
O	-45	4.906	24.962
O	47.673	4.935	25.128
O	48.713	-1.69	-5.256
O	-2.055	-2.943	-6.997
O	-39.113	3.591	-5.766
O	-27.003	-5.514	-0.685
O	-20.656	-6.186	23.045
O	45.212	-3.769	-2.567
O	41.147	5.273	25.342
O	36.695	4.08	23.56
O	47.982	-6.384	-5.672
O	44.079	1.149	24.582
O	-40.184	0.809	-1.571
O	41.632	-3.78	-1.406
O	8.008	3.788	-3.488
O	44.932	1.529	-5.673
O	-25.478	-4.138	-5.99
O	-40.501	-0.105	21.838
O	-9.699	4.415	-1.359
O	-5.941	-4.015	-6.995
O	32.376	0.042	-0.331
O	-13.051	2.154	-3.853
O	45.163	7.106	-2.964
O	8.812	-0.919	-5.394
O	-48.106	-2.4	25.563
O	15.021	1.779	-3.051
O	-2.336	5.01	-3.569
O	-13.498	-7.869	-3.891
O	-47.416	-2.58	-3.046
O	-35.653	-6.443	-4.387
O	-28.912	-6.422	-2.766
O	7.331	-4.508	-5.374
O	-21.766	2.231	24.98
O	9.455	-6.63	-5.49
O	31.857	7.052	-1.055
O	-13.465	-3.032	-3.473
O	-48.781	2.628	-5.49
O	-48.461	-6.912	-1.392
O	43.315	5.445	-0.485
O	6.148	0.879	24.645
O	-6.534	1.521	25.335
O	-45.554	1.861	-1.287
O	37.988	-0.155	-0.459
O	39.982	3.996	-1.394
O	-20.085	-3.592	23.539
O	38.003	5.468	-0.409
O	43.504	6.362	25.289
O	36.65	-0.716	-5.712
O	39.385	-7.584	-1.356
O	-45.62	-3.527	-1.236
O	37.941	-5.601	-0.404
O	-41.815	-1.337	-1.388
O	-22.842	-0.898	-6.075
O	44.996	-1.321	-1.585
O	-25.896	-2.765	-3.815
O	44.589	-0.821	-4.585
O	-28.136	3.875	-2.767
O	-45.051	6.309	22.809
O	-28.503	-4.83	24.881
O	-47.562	3.52	-1.164
O	42.187	6.801	23.224
O	-39.119	7.292	22.88
O	8.769	1.306	-4.001
O	-28.979	7.46	-1.629
O	14.821	-3.869	-1.112
O	-30.061	-0.062	21.858
O	11.316	-5.001	25.532
O	-28.82	1.958	22.828
O	-32.56	-3.201	24.953
O	-21.927	0.174	-3.87
O	-12.606	-0.583	-5.84
O	-32.09	6.998	-6.116
O	-43.351	8.154	22.009
O	-29.875	-5.508	21.775
O	-31.384	-7.281	22.965
O	-28.066	-3.8	22.49
O	41.943	-3.419	25.683
O	-44.116	-5.121	24.925
O	-30.682	2.21	-6.626
O	-40.685	5.369	22.042
O	24.766	1.733	-0.686
O	48.227	-5.336	-3.277
O	-37.156	3.637	22.746
O	41.402	-5.876	25.234
O	-35.1	-5.332	21.962
O	-41.465	-6.52	22.84
O	-10.398	5.268	24.737
O	-40.013	-4.332	22.508
O	-36.948	-5.47	25.335
O	5.885	-4.941	-3.201
O	-26.052	4.684	-4.198
O	-35.454	7.262	-4.453
O	-34.202	0.804	22.578
O	21.146	-0.283	-6.378
O	-35.371	5.266	21.816
O	15.341	-5.463	-3.37
O	-29.086	-4.549	-4.687
O	-4.788	-7.265	22.831
O	-32.818	-4.009	22.552
O	-34.049	-0.249	24.949
O	-36.177	1.176	24.269
O	-30.275	-7.744	25.449
O	-12.09	-7.099	-6.091
O	-41.92	-6.849	-4.125
O	-43.512	2.813	25.151
O	44.154	4.373	-4.624
O	-18.287	-1.8	24.253
O	-36.6	-0.49	-6.59
O	1.145	1.113	24.783
O	-35.77	-7.869	-0.665
O	-34.635	-2.256	-6.745
O	-14.406	8.007	-6.321
O	-24.358	8.083	-3.936
O	-24.33	-4.912	-3.771
O	-37.274	2.066	-6.894
O	-1.035	-7.038	-2.775
O	30.042	1.718	-5.79
O	-36.898	-1.665	-1.83
O	-29.955	-1.611	-3.47
O	-21.861	-8.124	21.894
O	36.792	-3.563	-1.519
O	29.463	3.909	25.544
O	-43.522	3.035	-5.232
O	-37.805	-8.031	24.949
O	-10.043	7.585	-6.258
O	34.07	6.992	-2.555
O	-28.027	7.838	-4.023
O	-26.13	8.015	-5.854
O	-33.383	1.653	-3.589
O	-34.315	6.599	-1.818
O	-22.898	-6.662	-2.496
O	-37.493	5.777	24.21
O	-16.142	-2.485	-3.233
O	-19.721	8.153	25.164
O	-11.154	-1.709	-2.87
O	-21.233	5.075	24.765
O	-36.754	5.029	-3.983
O	-32.132	-5.851	25.013
O	-40.215	6.434	-6.754
O	28.173	1.809	-2.737
O	35.315	3.575	-0.923
O	-28.628	3.751	-6.079
O	-45.184	-3.671	-3.771
O	-30.459	6.054	24.939
O	35.595	-4.875	22.682
O	-30.301	-0.083	-5.518
O	-26.485	0.964	-6.097
O	-15.695	4.436	25.651
O	29.07	-3.382	-2.985
O	-39.16	-6.851	-2.93
O	-47.195	-1.116	-1.022
O	47.101	7.219	-1.242
O	-39.87	7.405	-1.452
O	-44.304	-6.12	-3.235
O	43.817	7.109	-5.507
O	-41.844	-5.658	-6.471
O	-37.572	-0.13	-3.831
O	22.658	6.853	-5.529
O	-29.971	2.591	-4.094
O	23.461	-0.074	-2.142
O	26.119	-1.414	-5.642
O	39.237	-3.977	-2.517
O	48.705	0.193	-0.244
O	14.603	-2.97	-3.553
O	-16.982	5.249	-3.739
O	-42.247	1.009	-6.045
O	34.232	-7.346	-0.918
O	-8.511	3.276	24.791
O	-28.503	-3.998	-2.089
O	-38.165	-0.536	24.764
O	33.117	4.828	-1.261
O	-31.302	-1.98	-1.349
O	-32.609	5.899	-3.79
O	28.805	-4.06	24.115
O	-33.923	4.064	-2.623
O	-36.677	3.928	-1.58
O	0.627	-5.081	24.283
O	-16.76	3.529	-5.753
O	-23.569	3.654	23.704
O	-31.627	-6.708	-1.842
O	-18.044	1.755	-1.418
O	-37.767	-5.827	-0.587
O	-25.32	-0.198	-4.002
O	43.477	-7.495	-3.744
O	-43.804	0.079	-0.447
O	-41.122	2.856	-0.432
O	-21.552	-6.307	-6.678
O	-31.958	-1.604	22.745
O	-12.018	4.136	-2.56
O	-43.764	-5.374	-0.514
O	-7.503	1.917	-4.286
O	31.815	5.861	-3.328
O	26.293	-3.688	-6.879
O	-37.093	-6.619	22.951
O	26.351	0.101	25.27
O	-42.327	-1.515	22.989
O	-14.65	1.011	-5.59
O	-34.602	1.948	-1.288
O	-38.383	5.481	-0.519
O	28.487	-0.359	-6.501
O	1.167	-6.662	-1.297
O	-30.532	3.483	-1.652
O	-1.418	-5.491	26.106
O	-39.319	-4.393	-1.971
O	-33.239	5.074	24.786
O	-12.107	-3.741	-1.456
O	42.871	3.393	25.227
O	-13.846	0.02	22.061
O	-45.084	-7.94	-6.322
O	-12.135	1.34	23.407
O	-13.346	-2.21	24.947
O	-19.2	-7.793	-0.615
O	20.043	7.354	-0.995
O	33.823	-3.829	24.397
O	-27.285	-8.117	21.903
O	-28.7	4.314	24.432
O	-12.332	-3.917	23.198
O	-15.174	6.844	-2.612
O	8.961	-8.098	-3.313
O	-13.102	5.035	25.199
O	-24.608	-0.105	21.618
O	-18.458	-5.3	22.349
O	-21.637	5.436	-0.73
O	-19.575	3.941	-1.503
O	-23.178	6.117	22.618
O	-16.797	-3.442	22.79
O	-25.94	-5.907	22.522
O	-22.103	-6.943	25.443
O	-22.051	-2.701	21.733
O	-18.968	-5.372	25.012
O	-19.21	-2.395	-0.645
O	-20.374	-1.087	22.854
O	31.169	0.485	23.051
O	-18.243	1.238	22.836
O	-21.388	3.185	22.402
O	-19.804	5.257	22.537
O	-18.024	7.526	23.233
O	-34.429	-4.816	25.794
O	-8.98	-0.024	-3.237
O	-35.108	-3.061	-0.633
O	39.793	7.466	-5.769
O	-40.779	-0.995	25.059
O	-14.758	4.596	23.168
O	15.245	-3.322	23.261
O	-26.491	2.092	-3.737
O	18.642	7.962	-3.187
O	-16.441	2.875	22.031
O	-15.656	5.714	-6.536
O	38.647	-3.717	25.067
O	-37.668	7.309	-2.964
O	28.047	-1.113	-3.953
O	-14.17	3.695	-5.585
O	12.393	1.543	-2.621
O	28.778	-0.531	22.881
O	14.787	-6.668	-5.642
O	30.464	-1.888	24.295
O	43.209	-1.19	25.759
O	-14.437	-1.834	-1.338
O	12.13	-6.898	23.424
O	-18.645	-2.136	-6.406
O	-34.782	6.792	25.86
O	-20.246	-4.123	-6.079
O	-16.542	-4.911	-3.995
O	-28.775	-2.181	-5.741
O	-42.732	-4.373	-4.396
O	29.369	-6.968	-5.117
O	-44.517	-3.693	22.787
O	21.126	3.544	-1.976
O	40.521	-1.038	-5.677
O	-34.258	-0.12	-5.341
O	-17.676	6.82	-1.757
O	-19.447	0.944	25.089
O	-26.278	4.716	-6.797
O	-20.833	-2.033	-4.696
O	-19.301	3.351	24.171
O	-31.917	-3.425	-3.382
O	7.841	5.288	25.637
O	6.823	-4.186	24.263
O	-16.098	-7.477	-4.031
O	39.774	-6.966	23.531
O	39.546	0.65	25.931
O	-18.053	0.346	-6.896
O	-14.431	-5.927	-5.329
O	-31.653	-5.829	-4.382
O	12.367	7.016	24.498
O	-6.825	-6.82	-2.89
O	-38.51	3.131	-3.296
O	39.931	-1.751	-1.313
O	-8.721	3.408	-5.967
O	13.853	-0.548	25.266
O	-41.51	-4.586	24.6
O	-38.007	-2.766	21.829
O	-23.77	5.838	25.063
O	-42.214	0.935	23.921
O	-25.74	-1.021	25.327
O	-23.336	7.223	-1.647
O	38.783	5.164	-4.997
O	31.479	-7.896	-3.921
O	37.736	2.714	-4.887
O	-1.397	-3.518	-4.498
O	-20.384	1.728	-2.577
O	7.656	6.155	-2.385
O	-9.513	-3.969	-6.002
O	-20.662	0.096	-6.877
O	-22.953	1.232	22.918
O	-32.731	0.071	-0.614
O	-18.687	5.762	24.95
O	35.318	7.24	-5.991
O	-6.024	-4.773	-4.381
O	-15.931	-2.431	25.165
O	39.204	-6.999	26.172
O	-44.55	6.458	-1.527
O	-7.83	4.456	-3.649
O	-14.293	-0.618	-3.638
O	44.815	3.416	-1.314
O	35.836	-6.54	-5.365
O	-8.912	-2.541	-3.875
O	14.215	5.825	25.901
O	-30.795	4.492	22.791
O	-32.188	5.387	-1.166
O	1.45	2.608	-5.17
O	-12.063	1.672	-1.524
O	-22.489	2.776	-3.809
O	35.805	1.086	-1.252
O	29.412	6.761	-4.106
O	-20.815	-1.857	25.339
O	-33.369	-7.63	-3.582
O	-27.059	0.016	-0.789
O	-22.889	1.356	-1.71
O	-19.579	2.433	-6.357
O	-27.158	5.624	-0.752
O	-30.998	4.623	-5.448
O	-19.005	4.815	-5.499
O	48.934	-5.767	24.822
O	21.275	-1.475	24.766
O	-10.144	5.675	-3.609
O	26.887	-6.231	-3.413
O	-38.384	1.135	22.739
O	42.714	-2.319	-5.759
O	-16.081	-3.895	-6.869
O	47.053	2.041	-1.322
O	-14.924	-1.753	-5.836
O	46.535	-0.22	25.425
O	11.045	0.042	-4.342
O	45.797	-5.643	-4.339
O	17.753	6.941	-5.354
O	-42.789	7.215	-6.44
O	-21.549	4.144	-5.825
O	24.182	-5.22	-3.022
O	-18.346	3.029	-3.665
O	20.428	-3.357	-0.808
O	-33.518	4.815	-6.113
O	-40.174	-4.933	-4.411
O	42.948	3.114	-6.584
O	24.731	2.133	24.847
O	-43.809	7.745	-4.006
O	26.202	3.289	-3.796
O	2.845	-0.925	25.132
O	17.575	3.222	25.807
O	3.644	-7.986	-4.909
O	24.893	-5.13	25.408
O	30.266	3.125	-3.573
O	-37.657	-4.919	-4.029
O	5.229	2.706	22.274
O	16.324	-0.094	-0.106
O	21.471	-4.419	-2.99
O	-5.296	-8.132	25.239
O	-3.953	-0.859	23.009
O	-31.089	-3.632	-5.868
O	-34.046	-7.518	-6.095
O	36.926	1.47	23.17
O	16.716	7.991	25.534
O	-35.95	-1.957	-4.474
O	35.438	5.559	25.386
O	-39.55	-7.527	-6.183
O	1.018	6.107	25.433
O	47.703	-3.772	25.959
O	27.148	5.646	-3.56
O	16.985	-3.915	-2.37
O	37.356	2.72	-2.391
O	6.696	0.287	-6.462
O	39.372	-6.202	-6.213
O	8.304	2.662	25.714
O	11.86	-6.931	-1.104
O	15.769	1.273	25.511
O	14.055	-7.779	25.751
O	48.837	7.226	25.729
O	-14.018	-5.636	22.126
O	-46.486	-1.449	-5.491
O	3.231	5.874	-5.945
O	-24.364	-6.561	24.381
O	-43.075	4.969	-3.41
O	24.828	-6.72	-5.081
O	-8.554	-5.098	-3.78
O	-35.951	-4.316	-6

Results
total energy: -609922.056 eV
total energy less fixed offsets of O -438.25, Si -107.07 eV per atom: -2.856 eV

Forces (eV/angstrom) on atoms 224 to 906 of the 3024, counted in the order above; the others are left out for length: element, x, y, z
Si	-0.336	0.11	0.632
Si	0.142	-0.316	0.604
Si	-0.243	0.125	0.729
Si	0.287	-0.109	0.742
Si	-0.02	-0.337	0.711
Si	0.14	-0.04	0.566
Si	0.037	0.22	0.639
Si	0.371	-0.22	0.638
Si	0.279	-0.382	0.719
Si	-0.217	0.39	0.636
Si	-0.181	0.212	0.762
Si	0.028	0	-0.055
Si	-0.008	-0.01	-0.041
Si	-0.011	0.009	-0.032
Si	-0.015	-0.009	-0.027
Si	0.058	-0.036	-0.08
Si	0.013	-0.015	-0.031
Si	0.011	-0.013	-0.048
Si	0.002	-0.003	-0.034
Si	0.029	0.017	-0.012
Si	-0.021	-0.011	-0.04
Si	-0.019	0.009	-0.054
Si	-0.032	-0.024	-0.011
Si	0.004	0.002	-0.013
Si	0.012	0.002	-0.044
Si	0.006	0.017	-0.016
Si	-0.012	0.01	-0.024
Si	-0.004	-0.042	-0.072
Si	0.004	0.002	-0.046
Si	0.017	0.019	0.019
Si	-0.019	-0.011	0.023
Si	-0.036	-0.022	0.015
Si	-0.018	0.011	0.006
Si	-0.004	-0.014	0.043
Si	-0.007	-0.02	0.037
Si	0.03	-0.029	0.025
Si	0.016	0.003	0.028
Si	-0.04	0.024	0.007
Si	-0.055	0.046	0.003
Si	0.038	0.031	0.014
Si	-0.017	0.055	0.037
Si	-0.023	0.008	0.041
Si	0.003	-0.019	0.003
Si	0.036	-0.024	0.034
Si	-0.006	0	0.038
Si	0.023	-0.017	0.015
Si	0.01	-0.032	0.039
Si	0.007	0.019	-0.02
Si	0.028	-0.012	0.022
Si	-0.032	0.007	0.01
Si	0.024	0.026	0.016
Si	-0.018	0.014	-0.01
Si	0.003	0.024	-0.016
Si	-0.007	0.002	-0.009
Si	-0.018	0.028	0.027
Si	0.023	-0.008	0.016
Si	0.011	-0.01	0.002
Si	0.005	0.003	-0.003
Si	-0.032	-0.028	-0.011
Si	-0.001	-0.012	-0.018
Si	0.029	-0.007	0.004
Si	-0.001	-0.002	-0.001
Si	0.009	0.002	-0.008
Si	0.01	-0.027	0.015
Si	-0.001	-0.003	0.018
Si	-0.007	-0.004	-0.008
Si	0.005	0.008	-0.006
Si	0.028	-0.007	0.009
Si	0.006	0.004	-0.007
Si	-0.01	0.002	-0.014
Si	0.006	-0.017	-0.008
Si	-0.012	-0.007	0.005
Si	0.02	-0.008	0.002
Si	-0.018	0.001	0.001
Si	0	0.008	-0.008
Si	-0.003	0.007	0.004
Si	0.006	0.013	-0.007
Si	0.004	-0.007	-0.007
Si	0.006	0.002	-0.01
Si	0.011	0.002	-0.003
Si	0.003	0.019	0.002
Si	0.007	0.02	0.008
Si	0.001	-0.006	-0.017
Si	0.012	0.02	-0.005
Si	0.034	0.006	0.004
Si	0.014	-0.03	-0.024
Si	-0.006	-0.011	0.026
Si	0.007	0.017	0.004
Si	0.003	0.016	0.001
Si	-0.009	0.003	-0.029
Si	-0.014	-0.006	-0.009
Si	-0.012	-0.008	-0.014
Si	0.007	-0.01	-0.017
Si	-0.009	-0.013	-0.027
Si	0.004	0.013	0.006
Si	-0.014	-0.006	-0.003
Si	-0.009	-0.015	0.005
Si	-0.016	0	0
Si	0.009	-0.005	0.006
Si	-0.003	0.003	0.011
Si	-0.003	0.019	-0.001
Si	-0.001	0.015	-0.019
Si	-0.026	0.018	-0.03
Si	-0.019	0.03	0.02
Si	0.007	-0.009	-0.016
Si	0.009	-0.019	-0.043
Si	0.002	0.018	-0.007
Si	-0.02	-0.025	-0.023
Si	0.011	0.028	-0.012
Si	0.023	-0.019	-0.021
Si	0.01	0.007	-0.002
Si	0.019	-0.009	-0.013
Si	0.022	-0.018	-0.026
Si	-0.018	-0.004	-0.006
Si	0.025	-0.007	-0.027
Si	-0.003	-0.02	0.005
Si	-0.005	0.028	-0.026
Si	0.005	0.006	-0.061
Si	0.02	-0.035	-0.015
Si	-0.001	0.01	0.048
Si	-0.008	-0.002	0.071
Si	-0.021	-0.015	0.072
Si	0.012	0.006	0.041
Si	-0.043	0.001	0.047
Si	-0.001	-0.056	0.036
Si	0.009	0.02	-0.01
Si	-0.028	0.003	0.047
Si	0.002	0.006	0.048
Si	-0.028	0.002	0.041
Si	-0.008	0.002	0.025
Si	-0.007	0.024	-0.009
Si	-0.018	0.027	0.051
Si	0.001	0.003	0.045
Si	0.021	0.018	0.004
Si	0.006	-0.02	0.022
Si	-0.007	-0.009	0.042
Si	-0.041	0.02	0.067
Si	-0.166	0.034	-0.651
Si	0.1	0.123	-0.76
Si	0.132	0.197	-0.731
Si	-0.137	-0.141	-0.676
Si	-0.079	-0.238	-0.71
Si	0.19	0.146	-0.777
Si	0.171	0.241	-0.675
Si	0.222	0.017	-0.676
Si	0.244	0.327	-0.721
Si	0.013	-0.268	-0.655
Si	0.083	0.214	-0.659
Si	-0.135	-0.076	-0.689
Si	0.29	0.057	-0.676
Si	-0.097	-0.211	-0.708
Si	-0.386	-0.242	-0.716
Si	0.352	0.26	-0.634
Si	-0.212	-0.217	-0.805
Si	0.216	0.151	-0.734
Si	-0.006	0.058	0.078
Si	-0.025	-0.015	-0.135
Si	-0.023	0.037	-0.044
Si	0.038	0.026	-0.036
Si	0.041	0.001	-0.083
Si	-0.084	0.103	0.197
Si	-0.11	-0.016	-0.067
Si	-0.001	0.088	-0.136
Si	-0.047	0.048	-0.079
Si	-0.09	0.027	-0.086
Si	-0.002	-0.085	0.011
Si	0.137	-0.031	-0.208
Si	0.056	0.044	0.229
Si	-0.131	0.052	-0.035
Si	0.017	-0.043	0.026
Si	0.004	-0.027	-0.038
Si	-0.034	-0.024	-0.159
Si	-0.102	0.015	0.111
Si	-0.006	0.052	0.023
Si	0.042	-0.049	-0.161
Si	-0.039	0.022	-0.035
Si	-0.028	-0.017	0.095
Si	-0.062	0.061	-0.011
Si	-0.016	0.074	0.026
Si	0.018	0.009	-0.018
Si	-0.01	-0.062	0.188
Si	-0.054	0.085	-0.121
Si	0.058	-0.089	0.095
Si	-0.151	-0.004	0.238
Si	-0.049	-0.005	0.13
Si	-0.092	0.009	-0.044
Si	-0.019	-0.008	-0.086
Si	-0.09	0.001	-0.029
Si	-0.136	-0.014	0.13
Si	-0.015	0.04	0.077
Si	-0.049	-0.035	0.029
Si	-0.06	0.063	-0.055
Si	0.149	0.159	0.044
Si	-0.016	0.064	0.027
Si	-0.091	-0.052	0.096
Si	-0.011	-0.031	0.072
Si	0.025	-0.092	0.175
Si	0.084	0.103	0.004
Si	0.09	-0.055	-0.003
Si	-0.001	0.05	-0.042
Si	-0.058	-0.084	0.072
Si	-0.007	-0.005	0.044
Si	-0.036	0.001	0.08
Si	-0.044	-0.027	-0.035
Si	0.081	0.055	0.076
Si	-0.074	0	-0.133
Si	-0.107	0.028	0.131
Si	0.09	-0.085	0.099
Si	-0.114	0.113	0.046
Si	0.166	-0.174	0.716
Si	-0.217	0.317	0.677
Si	0.056	-0.124	0.749
Si	-0.239	0.165	0.721
Si	0.235	-0.12	0.753
Si	-0.245	0.034	0.693
Si	0.034	-0.036	0.546
Si	0.031	0.127	0.614
Si	0.103	-0.343	0.687
Si	-0.011	0.243	0.708
Si	0.176	-0.017	0.728
Si	0.175	-0.225	0.679
Si	0.13	-0.283	0.673
Si	-0.113	0.291	0.705
Si	0.148	-0.207	0.711
Si	0.072	-0.364	0.775
Si	-0.259	0.098	0.766
Si	0.051	0.205	0.709
Si	0.001	0.003	-0.037
Si	-0.004	0.02	-0.076
Si	0.01	-0.001	-0.067
Si	-0.009	-0.016	-0.027
Si	0.009	0.004	-0.045
Si	0.002	0	-0.045
Si	0.042	0.004	-0.004
Si	-0.005	0.031	-0.058
Si	0.028	0.012	-0.039
Si	-0.019	0.008	-0.082
Si	0.056	0.022	-0.045
Si	0.033	-0.015	-0.07
Si	0.008	0.005	-0.053
Si	-0.003	0.033	-0.07
Si	-0.013	0.011	-0.037
Si	0.008	0.015	-0.063
Si	0.021	-0.001	-0.049
Si	0.019	-0.009	-0.038
Si	0.023	0.008	0.027
Si	-0.011	-0.025	0.044
Si	0.022	0.014	0.012
Si	-0.013	0.024	0.022
Si	0.005	0.005	0.045
Si	-0.021	0.02	0.03
Si	-0.025	0.024	0.015
Si	0.026	-0.035	0.032
Si	-0.008	0.009	0.001
Si	-0.044	-0.004	0.033
Si	0.031	-0.023	0.032
Si	0.016	-0.059	0.027
Si	-0.003	0.013	0.021
Si	-0.001	-0.021	-0.006
Si	0.036	-0.037	0.03
Si	0	-0.014	0.041
Si	-0.066	0.038	0.022
Si	0.001	0.001	0.029
Si	0.021	-0.014	-0.008
Si	-0.01	0.013	-0.018
Si	-0.014	-0.004	-0.007
Si	-0.008	0.007	0.002
Si	0.004	0.03	0.01
Si	0.002	-0.035	0.027
Si	0.008	-0.001	-0.019
Si	0.019	-0.006	0.019
Si	-0.004	-0.027	-0.031
Si	0.018	0.033	-0.002
Si	-0.006	0.011	-0.005
Si	0.026	-0.006	-0.002
Si	-0.017	0.008	0.006
Si	0.003	0.008	-0.012
Si	-0.012	0.03	-0.014
Si	-0.019	0.007	0.005
Si	0.009	-0.013	-0.008
Si	-0.002	-0.005	0.011
Si	-0.001	0.009	-0.004
Si	0.008	-0.016	-0.007
Si	0.003	0.003	-0.013
Si	-0.004	-0.003	-0.003
Si	0.01	-0.022	0.002
Si	-0.017	-0.023	-0.006
Si	-0.002	0	-0.014
Si	0.01	-0.011	-0.011
Si	0.021	-0.005	-0.003
Si	0.003	-0.001	0.001
Si	-0.019	-0.009	0.001
Si	0.01	-0.003	-0.008
Si	-0.004	-0.005	-0.01
Si	-0.007	0.002	-0.015
Si	-0.002	0.005	-0.019
Si	-0.002	0.004	-0.014
Si	-0.004	0.017	-0.019
Si	-0.006	0.003	-0.002
Si	-0.025	0.008	0.004
Si	-0.015	0	0.007
Si	0.008	-0.004	-0.011
Si	0.006	0.013	0.007
Si	0.032	0.008	0.021
Si	0.013	0.01	-0.03
Si	-0.006	0.028	0.011
Si	-0.019	0.008	-0.01
Si	0.004	-0.011	-0.004
Si	-0.008	-0.012	0.012
Si	0.004	0.015	-0.016
Si	0.013	0.002	0.012
Si	-0.004	0.011	0.009
Si	0.006	0.014	-0.016
Si	-0.012	-0.031	0.021
Si	0.002	0.021	0.036
Si	-0.044	0.005	-0.012
Si	-0.011	-0.019	0.052
Si	0.006	0.014	-0.03
Si	0.032	-0.009	0.016
Si	0.023	0	-0.013
Si	-0.006	0.01	-0.029
Si	-0.009	-0.004	-0.019
Si	0.006	0.028	-0.019
Si	-0.004	-0.024	-0.034
Si	0.01	0.018	-0.017
Si	-0.044	0.002	-0.003
Si	0.008	0.012	-0.015
Si	-0.022	-0.02	-0.005
Si	-0.008	-0.008	-0.047
Si	0.041	0.013	-0.009
Si	-0.027	0.012	-0.028
Si	0.007	-0.016	-0.028
Si	0	0.017	-0.028
Si	0.026	0.001	-0.012
Si	-0.012	-0.008	-0.026
Si	-0.009	0.025	0.044
Si	0.012	0.007	0.067
Si	-0.006	-0.022	0.048
Si	-0.026	0.033	0.036
Si	-0.004	0.005	0.045
Si	0.02	-0.027	0.031
Si	0.01	0.012	0.041
Si	0.012	0.018	0.061
Si	0.017	-0.033	0.068
Si	-0.033	0.006	0.04
Si	-0.002	-0.008	0.044
Si	-0.003	0.003	0.041
Si	-0.009	0.008	0.054
Si	-0.031	-0.035	0.064
Si	-0.024	-0.032	0.061
Si	0.022	0.003	0.025
Si	-0.003	-0.007	0.06
Si	-0.025	-0.032	0.053
Si	0.037	0.018	-0.436
Si	0.071	0.103	-0.737
Si	0.256	0.075	-0.751
Si	-0.292	-0.143	-0.732
Si	0.241	0.104	-0.736
Si	-0.04	-0.021	-0.691
Si	-0.252	-0.052	-0.684
Si	0.037	0.128	-0.725
Si	-0.088	0.176	-0.747
Si	-0.211	-0.39	-0.747
Si	0.054	0.231	-0.714
Si	-0.044	-0.274	-0.752
Si	0.291	0.017	-0.729
Si	-0.229	-0.042	-0.711
Si	-0.122	0.035	-0.622
Si	0.005	-0.026	-0.441
Si	0.211	0.342	-0.639
Si	-0.197	-0.099	-0.704
Si	-0.143	-0.017	-0.061
Si	-0.111	-0.08	0.003
Si	-0.081	0.026	0.055
Si	-0.046	0.059	-0.061
Si	-0.093	-0.015	-0.036
Si	-0.033	0.206	0.07
Si	-0.041	0.021	-0.165
Si	0.106	-0.019	0.005
Si	0.084	0.019	0.11
Si	-0.124	-0.17	-0.14
Si	-0.034	-0.055	-0.182
Si	-0.114	-0.027	-0.041
Si	0.052	-0.045	0.015
Si	0.033	-0.005	-0.028
Si	0.008	-0.093	0.037
Si	0.128	-0.006	0.118
Si	-0.08	0.052	0.044
Si	-0.052	0.054	-0.068
Si	0.014	-0.104	-0.052
Si	-0.156	-0.046	-0.031
Si	0.036	0.021	0.014
Si	-0.067	0.134	-0.052
Si	0.028	0.076	0.048
Si	0.066	-0.132	-0.067
Si	0.028	0.174	0.024
Si	-0.054	-0.031	0.034
Si	-0.028	-0.022	0.072
Si	-0.086	-0.063	0.129
Si	-0.006	-0.039	0.047
Si	0.037	0.016	0.136
Si	-0.083	0.064	-0.04
Si	-0.028	-0.107	0.075
Si	0.131	0.023	0.037
Si	0.139	-0.008	0.134
Si	-0.033	0.067	0.003
Si	0.012	-0.041	-0.099
Si	0.03	-0.009	-0.003
Si	-0.005	-0.056	0.079
Si	0.035	-0.033	-0.004
Si	0.087	-0.062	-0.121
Si	-0.125	0.049	-0.06
Si	-0.125	0.086	0.102
Si	-0.033	-0.076	-0.008
Si	0.082	0.147	0.005
Si	-0.075	-0.007	-0.147
Si	-0.006	-0.054	-0.071
Si	0.007	0.084	0.06
Si	-0.059	-0.085	0.197
Si	-0.031	0.008	0.093
Si	-0.017	0.02	-0.042
Si	0.066	0.042	0.103
Si	0.095	-0.024	-0.02
Si	-0.062	-0.096	0.181
Si	0.066	0.106	-0.032
Si	0.248	-0.186	0.696
Si	-0.055	0.276	0.638
Si	-0.164	-0.038	0.78
Si	-0.147	0.096	0.767
Si	0.175	-0.012	0.751
Si	-0.324	0.177	0.676
Si	0.135	-0.17	0.728
Si	-0.132	0.169	0.819
Si	0.091	-0.25	0.704
Si	-0.111	0.044	0.661
Si	0.32	-0.036	0.698
Si	-0.104	0.139	0.737
Si	0.242	-0.3	0.746
Si	-0.229	0.157	0.636
Si	0.252	-0.056	0.733
Si	-0.179	0.1	0.788
Si	0.121	-0.181	0.723
Si	-0.089	-0.273	0.663
Si	-0.042	0.012	-0.025
Si	-0.028	-0.001	-0.045
Si	0.032	-0.009	-0.057
Si	-0.005	-0.016	-0.037
Si	0.03	-0.002	-0.046
Si	-0.011	0.004	-0.056
Si	-0.012	-0.015	-0.08
Si	-0.014	-0.018	-0.082
Si	0.014	-0.005	-0.042
Si	0.005	0.035	-0.02
Si	-0.012	0	-0.034
Si	0.011	-0.009	-0.022
Si	0	-0.024	-0.034
Si	0.009	-0.014	-0.056
Si	-0.009	-0.009	-0.052
Si	-0.004	-0.017	-0.052
Si	-0.009	0.015	-0.043
Si	0.025	0.016	-0.011
Si	0.016	0.035	-0.002
Si	-0.001	0.008	0.024
Si	0.005	-0.007	0.022
Si	-0.014	0.015	0.02
Si	-0.008	0	0.011
Si	0.025	-0.027	-0.003
Si	0.014	0.027	0.014
Si	-0.02	-0.013	0.029
Si	0.012	0.005	0.022
Si	-0.007	-0.021	0.013
Si	0.024	0.015	0.016
Si	-0.007	-0.024	0.023
Si	0.027	0.03	0.023
Si	-0.017	0.003	0.033
Si	0.011	-0.004	0.027
Si	-0.021	0.018	0.007
Si	-0.005	-0.011	0.017
Si	-0.021	0.026	0.042
Si	-0.003	-0.031	-0.008
Si	-0.014	0.001	-0.005
Si	0.033	-0.016	-0.011
Si	-0.005	0.034	0.001
Si	0.009	-0.002	-0.004
Si	0.004	-0.016	0.036
Si	-0.009	-0.01	-0.014
Si	-0.019	0.006	-0.005
Si	-0.036	0	-0.021
Si	0.004	0.017	0.008
Si	0.007	0.001	-0.025
Si	-0.003	-0.017	0.01
Si	-0.008	0.001	-0.022
Si	-0.013	-0.006	0.006
Si	0.017	-0.012	-0.019
Si	0.02	-0.019	-0.001
Si	0.024	0.014	-0.017
Si	-0.01	-0.001	0.008
Si	0.008	-0.007	-0.006
Si	-0.01	0.006	-0.01
Si	0.007	-0.004	-0.004
Si	0.015	-0.003	-0.01
Si	-0.003	0.003	-0.005
Si	-0.008	0.011	-0.012
Si	-0.011	0.007	0.001
Si	-0.005	-0.005	-0.001
Si	-0.008	0.004	0.002
Si	-0.001	-0.005	0.002
Si	-0.018	0.004	0.004
Si	-0.003	0.007	0.008
Si	-0.006	0.004	-0.01
Si	0.003	-0.004	-0.005
Si	0.009	0.004	-0.003
Si	-0.014	-0.005	-0.006
Si	0.002	0.003	-0.009
Si	-0.013	-0.001	-0.005
Si	0.022	0.009	0.024
Si	0.004	-0.003	-0.013
Si	-0.009	-0.021	0.011
Si	-0.018	-0.007	0.01
Si	0.024	0	-0.018
Si	0.017	-0.018	-0.017
Si	0.007	-0.011	0.022
Si	0.01	0.002	0.004
Si	-0.004	-0.001	0.014
Si	0.008	0.002	-0.004
Si	-0.002	-0.006	-0.009
Si	0.014	0.001	0.002
Si	0.016	-0.004	-0.009
Si	-0.011	0.001	0.009
Si	0.012	0.004	0.009
Si	0	0.011	-0.004
Si	0.003	0.007	-0.007
Si	-0.001	0.002	-0.02
Si	-0.018	-0.008	-0.036
Si	-0.014	-0.013	-0.009
Si	-0.002	-0.01	0.005
Si	0.015	-0.003	-0.018
Si	0.003	-0.024	-0.015
Si	-0.006	0.031	-0.021
Si	-0.032	-0.022	-0.022
Si	0.003	0.021	-0.036
Si	-0.001	0.002	-0.013
Si	0.001	-0.02	0.003
Si	-0.043	0.01	-0.002
Si	0.035	-0.003	-0.039
Si	-0.013	0.018	0.008
Si	0.021	-0.005	-0.04
Si	0.006	-0.012	-0.022
Si	-0.032	0.026	-0.009
Si	-0.014	0.01	-0.017
Si	-0.002	0.004	-0.015
Si	0.03	0.013	0.082
Si	-0.028	0	0.052
Si	-0.007	-0.018	0.058
Si	0.024	-0.013	0.03
Si	-0.013	0.013	0.005
Si	-0.014	0.011	0.031
Si	0.045	0.011	0.005
Si	-0.006	-0.013	0.03
Si	-0.012	-0.008	0.035
Si	-0.011	0.019	0.07
Si	0.025	-0.034	0.035
Si	0.002	0.001	0.03
Si	-0.025	-0.037	0.033
Si	0.026	0	0.056
Si	0.017	0.004	0.048
Si	0	-0.016	0.032
Si	0.016	0.042	0.065
Si	-0.007	0.012	0.027
Si	-0.298	-0.147	-0.738
Si	0.222	0.103	-0.734
Si	0.001	0.229	-0.724
Si	-0.077	-0.211	-0.728
Si	-0.347	-0.309	-0.599
Si	0.286	0.238	-0.647
Si	-0.372	-0.12	-0.713
Si	0.261	0.012	-0.72
Si	-0.262	-0.034	-0.692
Si	0.213	0.149	-0.772
Si	0.224	0.329	-0.761
Si	-0.095	-0.178	-0.724
Si	0.099	0.188	-0.711
Si	-0.073	-0.21	-0.717
Si	-0.19	-0.16	-0.724
Si	0.16	0.187	-0.713
Si	-0.264	-0.283	-0.65
Si	0.357	0.297	-0.596
Si	-0.089	0.041	-0.037
Si	0.04	-0.114	-0.161
Si	0.011	0.029	0.122
Si	0.09	0.017	-0.095
Si	-0.052	-0.164	0.02
Si	-0.036	0.045	0.13
Si	-0.044	0.112	0.012
Si	0.002	0.088	0.062
Si	0.071	0.016	0.004
Si	-0.13	-0.081	-0.26
Si	0.074	-0.033	-0.181
Si	-0.028	0.027	0.098
Si	0.013	0.069	0.068
Si	-0.013	0.066	-0.024
Si	-0.092	0.036	-0.144
Si	0.091	-0.066	-0.041
Si	-0.035	0.079	-0.177
Si	-0.013	-0.008	0.129
Si	-0.075	0.064	-0.002
Si	0.005	-0.123	-0.071
Si	0.039	0.001	0.128
Si	-0.071	-0.041	-0.157
Si	0.202	-0.056	-0.055
Si	0.088	-0.107	0.073
Si	0.099	-0.049	-0.081
Si	-0.047	0.013	0.008
Si	0.004	0.048	-0.109
Si	-0.064	0.037	0.07
Si	0.066	-0.044	0.181
Si	-0.087	-0.015	-0.01
Si	-0.036	0.055	-0.133
Si	-0.032	-0.103	0.081
Si	0.038	0.006	-0.116
Si	0.028	-0.063	0.055
Si	-0.006	0.042	0.039
Si	0.043	-0.073	-0.084
Si	0.065	0.146	0.098
Si	-0.042	-0.142	0.15
Si	0.048	0.091	0.071
Si	0.117	-0.058	0.154
Si	-0.031	-0.034	-0.043
Si	-0.064	-0.068	0.073
Si	-0.007	0.07	0.018
Si	-0.027	0.106	0.117
Si	0.096	-0.036	-0.088
Si	0.01	0.185	0.192
Si	-0.085	0.077	0.18
Si	0.025	-0.028	0.027
Si	-0.02	0.046	0.033
Si	0.024	-0.03	-0.025
Si	0.06	-0.061	0.008
Si	-0.061	-0.038	-0.07
Si	0.03	0.071	0.017
Si	-0.066	-0.085	-0.072
Si	-0.005	-0.141	0.685
Si	-0.121	0.195	0.7
Si	0.207	-0.053	0.785
Si	0.119	-0.262	0.77
Si	-0.03	0.295	0.733
Si	-0.131	0.029	0.62
Si	0.075	-0.245	0.685
Si	0.412	-0.171	0.72
Si	0.023	0.184	0.711
Si	-0.186	0.146	0.687
Si	0.358	-0.148	0.618
Si	-0.266	0.24	0.71
Si	-0.136	0.289	0.718
Si	-0.057	0.04	0.66
Si	0.169	-0.172	0.745
Si	0.247	-0.133	0.745
Si	0.045	-0.036	0.538
Si	-0.029	0.017	0.56
Si	0.056	0.012	-0.033
Si	-0.011	-0.009	-0.054
Si	-0.005	0.023	-0.058
Si	-0.013	0.005	-0.055
Si	-0.031	-0.039	-0.063
Si	-0.011	0.005	-0.03
Si	-0.021	0.002	-0.054
Si	-0.029	-0.003	-0.049
Si	0.001	-0.007	-0.046
Si	0.003	-0.033	-0.04
Si	-0.054	0.029	-0.028
Si	-0.025	0.026	-0.076
Si	-0.017	0.009	-0.054
Si	0.021	0.028	-0.043
Si	0.01	-0.026	-0.073
Si	0.022	-0.049	-0.074
Si	0.001	0.005	-0.014
Si	0.005	-0.015	-0.021
Si	-0.018	0.028	0.047
Si	-0.02	0.004	0.032
Si	0.005	-0.022	0.034
Si	-0.003	-0.017	0.036
Si	0.027	-0.005	0.023
Si	0.028	-0.01	0.009
